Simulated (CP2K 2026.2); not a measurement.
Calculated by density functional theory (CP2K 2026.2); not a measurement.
Periodic cell of 1836 atoms, Si1216O620, from a study of silicon, its oxide and their interface. The atomic structure is a simulated model.
Doubt: the forces sum to 4.28 eV/angstrom along one axis rather than to zero, so they err by at least 0.0023 eV/angstrom per atom on average; the grid cutoff is modest.

Settings
functional: PBE
method: Gaussian and plane waves
basis set: DZVP-MOLOPT-SR-GTH
pseudopotentials: GTH-PBE
grid cutoff: 300 Ry, relative cutoff 40 Ry
k points: Gamma only
occupations: fixed
spin: none
net charge: 0

Cell vectors (angstrom)
a 61.5484 0 0
b 0 15.3871 0
c 3.1726 -4.6802 33.9518

Atoms and the computed forces on them: element, x, y, z (angstrom), force x, y, z (eV/angstrom)
Si -4.452 0.917 -2.73 -0.026 -0.136 0.145
Si -3.903 3.687 -2.022 0.446 0.284 0.503
Si -2.831 -7.16 -2.532 -0.165 0.027 0.085
Si -4.142 -3.726 0.152 0.167 -0.128 0.732
Si 0.608 -0.109 -2.817 0.049 -0.016 0.156
Si 0.369 3.007 -2.95 0.031 0.063 0.317
Si -0.162 -8.057 -2.653 0.127 -0.021 0.14
Si -1.265 -2.162 -4.392 0.044 0.069 0.141
Si 5.3 2.105 -3.746 -0.098 -0.056 0.069
Si 4.013 3.851 0.36 -0.163 -0.033 0.785
Si 4.378 -8.589 -2.549 -0.075 -0.096 0.126
Si 4.39 -3.37 -2.843 -0.018 0.033 0.216
Si 8.483 -1.591 -4.739 -0.051 0.051 0.031
Si 8.847 4.576 -2.232 -0.12 -0.042 0.044
Si 11.054 -7.172 -0.185 0.301 0.344 0.428
Si 8.133 -6.468 -4.718 -0.085 -0.067 0.037
Si 3.664 -0.307 -2.87 0.014 0.034 0.244
Si -0.534 3.761 0.042 -0.225 0.049 0.59
Si 0.963 -7.845 0.169 0.022 0.01 0.704
Si 0.317 -3.984 0.119 -0.194 -0.018 0.801
Si 4.467 0.031 0.164 0.334 -0.106 0.613
Si 3.202 4.032 -2.498 -0.047 0.036 0.101
Si 3.345 -7.754 0.328 -0.258 0.012 0.568
Si 3.832 -5.743 1.414 -0.028 0.008 -0.078
Si 7.868 0.724 -2.76 -0.02 -0.18 0.175
Si 7.13 3.839 0.043 0.43 0.079 0.767
Si 7.24 -8.33 -2.48 0.011 0.104 0.07
Si 8.096 -3.809 0.013 -0.239 0.097 0.784
Si 11.953 -0.014 -0.054 -0.251 0.111 0.681
Si 12.638 3.858 0.038 0.089 0.006 0.17
Si 7.906 -7.513 0.181 -0.387 -0.091 0.65
Si 13.422 -3.863 -2.065 -0.002 -0.115 0.181
Si -0.336 -0.192 0.085 0.165 0.133 0.784
Si 0.1 5.683 1.33 -0.024 -0.026 -0.023
Si 0.126 -5.938 1.361 0.033 0.016 -0.074
Si -0.051 -2.054 1.445 0.011 -0.006 -0.049
Si 3.875 1.855 1.522 0.008 -0.004 -0.051
Si 3.847 5.776 1.635 -0.02 0.005 -0.013
Si 4.198 -7.304 -5.271 -0.02 0.074 0.009
Si 3.838 -1.906 1.381 -0.018 0.001 -0.034
Si 7.622 1.913 1.303 -0.015 0.015 -0.053
Si 7.663 5.79 1.293 0.011 0.026 -0.002
Si 7.685 -5.622 1.472 0.022 0.013 -0.069
Si 7.62 -1.892 1.321 0.004 0.03 -0.04
Si 11.712 1.973 1.197 -0.003 -0.024 -0.049
Si 11.811 5.679 1.254 -0.077 -0.408 0.372
Si 11.549 -5.617 1.451 -0.006 0.018 -0.072
Si 11.513 -1.763 1.454 -0.006 0.038 -0.001
Si -1.919 1.878 2.715 -0.008 0.016 0.011
Si -1.855 5.847 2.687 -0.006 -0.075 -0.024
Si -1.854 -5.816 2.676 -0.011 0.061 0.028
Si -1.97 -1.969 2.781 0.002 0.017 0.028
Si 1.879 1.859 2.734 -0.02 0.025 0.021
Si 1.891 5.672 2.87 -0.02 0.025 0.021
Si 1.951 -5.788 2.829 0.005 -0.032 0.033
Si 1.907 -1.908 2.752 0.014 -0.038 0.034
Si 5.814 1.934 2.836 0.016 -0.03 0.034
Si 5.85 5.808 2.818 0.06 -0.017 0.001
Si 5.753 -5.71 2.771 -0.013 -0.022 0.011
Si 5.752 -1.986 2.763 0.015 0.022 0.01
Si 9.681 1.969 2.529 0.004 0.002 0.021
Si 9.719 5.739 2.533 0.017 0.091 -0.007
Si 9.626 -5.699 2.804 -0.003 -0.01 0.048
Si 9.549 -1.804 2.727 -0.051 -0.058 0.029
Si -1.929 -0.019 4.105 -0.004 -0.012 -0.006
Si -1.904 3.862 4.019 0.012 -0.016 -0.054
Si -1.899 -7.682 4.098 0.03 0.012 0.019
Si -1.921 -3.904 4.086 0 -0.021 0.003
Si 1.891 -0.018 4.131 0.002 -0.014 -0.009
Si 1.92 3.751 4.156 0.015 -0.006 0.016
Si 1.924 -7.731 4.148 0 0.02 0.019
Si 1.928 -3.834 4.128 -0.005 0.007 -0.021
Si 5.789 -0.031 4.115 -0.013 0.019 -0.005
Si 5.816 3.871 4.154 -0.009 -0.005 0.003
Si 5.813 -7.647 4.124 -0.022 -0.009 -0.013
Si 5.756 -3.843 4.173 -0.011 0.018 0.026
Si 9.621 0.111 4.045 -0.002 0.017 0.01
Si 9.667 3.86 3.971 -0.007 0.007 -0.029
Si 9.664 -7.726 4.004 -0.023 -0.024 -0.022
Si 9.61 -3.756 4.108 0.014 -0.002 -0.007
Si -0.022 -0.012 5.483 0.009 0.013 0.033
Si -0.024 3.825 5.458 -0.011 0.011 0.013
Si 0.001 -7.686 5.482 0.007 -0.003 0.021
Si -0.006 -3.846 5.462 0.006 -0.01 0.019
Si 3.848 -0.005 5.459 0.007 -0.008 0.037
Si 3.867 3.828 5.478 -0.006 -0.001 0.036
Si 3.872 -7.707 5.467 -0.03 -0.005 0.018
Si 3.832 -3.843 5.507 0 -0.016 0.036
Si 7.72 0.038 5.456 -0.008 0.003 0.028
Si 7.774 3.867 5.431 0.025 -0.008 0.015
Si 7.76 -7.683 5.431 0.032 0.005 0.008
Si 7.706 -3.818 5.489 0.009 0.013 0.022
Si 11.543 0.021 5.428 -0.002 0.001 0.031
Si 11.577 3.848 5.376 -0.015 -0.004 0.018
Si 11.555 -7.697 5.417 -0.015 -0.001 0.021
Si 11.552 -3.835 5.444 -0.007 0.004 0.008
Si 0.03 1.943 12.258 -0.005 0.012 -0.011
Si 0.001 5.769 12.297 -0.011 0.004 -0.015
Si -0.005 -5.786 12.265 -0.009 0.008 -0.021
Si 0.019 -1.944 12.226 0.013 0 -0.011
Si 3.835 1.962 12.278 -0.002 -0.004 0
Si 3.826 5.769 12.309 0.014 0.014 -0.012
Si 3.854 -5.795 12.29 0.008 0.012 0
Si 3.83 -1.933 12.21 0.005 -0.002 -0.019
Si 7.685 1.974 12.253 -0.002 -0.024 -0.02
Si 7.713 5.779 12.294 -0.014 0.003 -0.015
Si 7.691 -5.78 12.271 -0.005 0.022 -0.029
Si 7.66 -1.916 12.189 0 0 -0.028
Si 11.56 1.968 12.247 -0.002 -0.022 -0.02
Si 11.572 5.798 12.279 0.001 -0.013 -0.015
Si 11.547 -5.759 12.27 0.008 0.01 -0.02
Si 11.575 -1.899 12.202 0.004 -0.006 -0.017
Si -1.908 1.948 13.574 -0.025 -0.011 0.007
Si -1.939 5.771 13.642 -0.011 0.002 0.026
Si -1.951 -5.77 13.6 0.003 0.001 -0.001
Si -1.918 -1.958 13.541 -0.024 0.023 0.031
Si 1.928 1.948 13.676 0.006 0.023 0.017
Si 1.904 5.768 13.71 -0.026 0.012 0.044
Si 1.917 -5.809 13.645 -0.013 -0.021 0.006
Si 1.94 -1.931 13.608 -0.002 -0.007 0.006
Si 5.76 1.984 13.63 0.022 0.015 0.01
Si 5.77 5.763 13.644 -0.021 0.003 -0.004
Si 5.782 -5.786 13.667 0.009 -0.02 0.027
Si 5.737 -1.953 13.558 0.019 -0.004 0.007
Si 9.621 1.987 13.586 0.013 0.001 0.005
Si 9.658 5.807 13.647 0.033 0.008 0.044
Si 9.617 -5.788 13.626 -0.007 -0.007 0.03
Si 9.608 -1.878 13.472 -0.015 -0.002 -0.011
Si -1.885 -0.019 14.843 0.03 0.022 -0.013
Si -1.915 3.834 15.005 0.004 0.005 -0.008
Si -1.98 -7.671 14.987 -0.011 0.021 -0.033
Si -1.931 -3.847 14.957 -0.004 -0.027 -0.024
Si 1.941 -0.014 14.989 -0.011 0.001 0.009
Si 1.902 3.851 15.112 -0.004 0.001 0.001
Si 1.881 -7.691 15.094 0.003 0.019 -0.019
Si 1.955 -3.868 14.96 0.035 0.007 -0.03
Si 5.716 -0.013 14.855 -0.01 0.017 -0.028
Si 5.775 3.886 15.065 0.015 -0.015 0.003
Si 5.771 -7.731 15.029 0.035 0.028 -0.031
Si 5.742 -3.831 14.997 -0.007 -0.001 -0.015
Si 9.58 0.015 14.839 -0.001 -0.003 0
Si 9.686 3.882 14.999 -0.026 -0.054 0.01
Si 9.634 -7.688 15.063 -0.003 0.02 -0.041
Si 9.603 -3.769 14.819 -0.019 0.009 -0.059
Si -0.021 -0.045 16.29 -0.017 -0.011 -0.03
Si -2.141 5.882 19.14 0.027 -0.17 -0.676
Si -0.119 -7.672 16.42 0.015 0.008 -0.01
Si 0.038 -3.854 16.297 0.013 -0.016 0.026
Si 3.895 1.857 17.738 -0.008 0.03 0.008
Si 3.851 3.862 16.481 -0.002 -0.005 0.021
Si 3.738 5.804 17.88 -0.366 -0.098 -0.382
Si 4.012 -5.842 17.816 0.023 0.056 0.013
Si 7.697 1.871 17.504 0.024 0.019 -0.016
Si 7.877 5.741 17.88 -0.1 -0.007 0.009
Si 7.691 -7.745 16.416 0.007 0.012 0.039
Si 7.745 -3.757 16.236 0.01 -0.018 0.022
Si 11.583 0.038 16.038 -0.02 -0.013 0.015
Si 11.612 3.884 16.394 -0.012 0.005 0.028
Si 11.004 -5.51 17.713 0.248 -0.221 -0.775
Si 11.452 -3.747 16.229 -0.006 -0.089 -0.002
Si 9.655 1.365 18.641 0.038 -0.249 -0.551
Si -0.183 5.789 17.799 0.032 -0.021 0.043
Si -2.266 -4.814 19.713 0.01 0.252 -0.083
Si 0.012 -1.958 17.68 0.03 0.03 0.028
Si 5.893 2.119 18.984 0.011 -0.201 -0.769
Si 6.258 5.258 19.5 0.417 0.175 -0.48
Si 5.83 -2.286 18.963 0.053 0.231 -0.74
Si 3.865 -1.958 17.709 -0.017 -0.006 0.001
Si 7.62 -0.021 16.159 -0.016 -0.002 0.04
Si 3.869 -7.728 16.413 -0.028 -0.039 -0.021
Si 7.895 -5.697 17.543 -0.527 -0.018 -0.128
Si 3.83 -3.914 16.402 -0.029 -0.012 -0.025
Si 15.365 1.832 17.791 0.013 0.007 0.06
Si 11.579 5.789 17.815 0.072 -0.007 0.022
Si 6.056 -5.443 19.016 0.083 -0.238 -0.733
Si 11.557 -1.772 17.486 0.073 0.018 0.048
Si -2.029 1.241 19.04 0.043 0.192 -0.825
Si -0.06 3.806 16.484 0.001 -0.024 0.012
Si 2.027 -6.134 19.081 0.089 0.161 -0.734
Si -2.017 -1.876 18.863 0.022 -0.102 -0.618
Si 1.934 1.499 18.995 -0.012 0.126 -0.766
Si 1.74 6.12 19.089 0.062 -0.188 -0.775
Si 0.119 -5.701 17.743 0.401 -0.149 -0.394
Si 1.937 -1.63 19.043 -0.012 -0.171 -0.765
Si 3.895 -0.034 16.326 0.022 -0.017 -0.007
Si 7.771 3.905 16.358 0.008 0.001 0.03
Si 7.324 -6.259 21.619 0.021 -0.077 -0.101
Si 9.428 -1.147 20.952 0.116 -0.028 -0.685
Si 11.639 1.81 17.522 0.01 -0.026 0.08
Si 9.77 5.643 19.308 -0.082 -0.027 0.119
Si 11.509 -7.59 16.536 -0.01 0.031 0.062
Si 7.744 -1.839 17.634 -0.038 -0.047 0.02
Si -2.472 -7.289 21.237 -0.107 0.031 -0.131
Si 8.758 -3.772 22.558 0 0.038 0.045
Si 2.017 3.807 21.206 -0.016 0.045 -0.072
Si 3.5 -8.78 24.667 -0.056 -0.077 -0.01
Si 1.812 -3.873 21.317 0.021 0.07 -0.114
Si 6.452 -0.153 21.067 0.005 -0.07 -0.265
Si 7.332 -3.94 -3.051 -0.002 -0.039 0.211
Si 8.524 -9.579 24.982 0.059 -0.067 -0.114
Si 9.712 -1.06 18.702 0.012 0.053 -0.04
Si 10.987 -8.36 23.818 -0.113 0.053 -0.046
Si 9.195 3.333 -6.947 -0.013 0.02 -0.007
Si -0.269 5.057 -4.857 -0.026 0.056 0.007
Si -0.337 3.899 23.281 -0.118 -0.096 -0.186
Si 5.535 -6.409 24.176 -0.005 0.063 -0.117
Si 10.542 -0.453 23.472 0.058 0.013 -0.039
Si 6.497 -7.168 -7.135 0.074 0.125 0.017
Si 6.922 -0.007 0.092 -0.249 0.045 0.62
Si 9.979 7.335 21.017 -0.19 -0.341 -0.527
Si -0.786 -4.129 -6.515 0.007 -0.019 -0.085
Si 11.432 -8.272 -8.098 -0.008 -0.028 -0.016
Si 15.118 -3.311 23.444 0.089 -0.102 -0.038
Si 10.459 4.631 -4.609 0.055 -0.019 0.178
Si 12.472 -2.765 24.378 -0.076 0.035 -0.032
Si -2.28 -2.968 -8.592 0.06 -0.005 -0.123
Si 1.623 -8.731 -6.306 0.052 0.002 0.009
Si 0.261 -6.321 -5.101 0.019 -0.157 0.07
Si -1.418 2.231 -8.557 -0.034 0.049 -0.11
Si 9.798 3.672 20.714 -0.002 0.46 -0.467
Si -0.017 1.829 1.306 0.012 -0.01 -0.046
Si 3.977 1.422 24.966 0.074 -0.02 -0.055
Si 8.161 -1.719 24.756 0.024 -0.059 -0.015
Si 5.468 -0.958 23.835 -0.025 -0.048 -0.03
Si 3.854 -2.727 -7.306 0.043 0.035 -0.105
Si 7.298 4.734 22.281 -0.045 -0.04 -0.27
Si 12.879 3.404 21.097 -0.117 0.028 -0.256
Si -1.673 5.176 -7.456 -0.018 -0.026 -0.004
Si -4.001 -0.86 -5.288 -0.018 0.074 0.131
Si 10.796 -5.328 24.242 -0.002 0.057 0.043
Si -1.28 -8.579 23.615 -0.153 -0.06 -0.046
Si 4.387 3.926 23.102 0.046 0.123 -0.025
Si 3.997 -3.612 23.646 -0.021 -0.029 -0.026
Si -2.92 -0.151 -7.969 -0.002 -0.039 0.01
Si 3.446 -3.828 0.075 0.164 0.002 0.796
Si 8.484 -9.347 -8.369 -0.02 -0.116 0.022
Si 6.396 -1.021 -6.876 0.091 0.037 -0.051
Si 6.381 2.073 -6.457 0.055 0.018 -0.094
Si 10.959 -7.684 -5.237 -0.041 -0.094 0.152
Si 2.918 -4.592 -5.139 0.141 -0.035 -0.005
Si 10.813 0.944 -2.629 -0.054 -0.197 0.107
Si 11.653 3.774 -2.062 0.486 0.26 0.442
Si 12.473 -6.616 -2.758 -0.173 0.056 0.138
Si 11.243 -3.67 0.221 0.127 -0.073 0.734
Si 16.2 -0.037 -2.922 0.008 -0.05 0.203
Si 16.082 3.141 -2.9 0.088 0.094 0.269
Si 15.081 -7.883 -2.64 0.069 -0.003 0.125
Si 14.108 -1.878 -4.353 -0.014 -0.029 0.087
Si 20.934 2.049 -3.687 -0.025 -0.07 0.111
Si 19.792 3.924 0.42 0.431 -0.06 0.517
Si 20.117 -8.472 -2.511 -0.138 -0.017 0.155
Si 19.849 -3.38 -2.856 -0.03 0.016 0.171
Si 23.719 -1.212 -4.341 -0.037 0.659 0.348
Si 23.975 4.406 -2.136 -0.15 -0.025 0.125
Si 26.157 -7.592 0.081 -0.173 -0.038 0.593
Si 23.923 -6.339 -4.349 -0.058 -0.076 0.101
Si 19.246 -0.331 -2.839 -0.026 0.093 0.218
Si 15.02 3.749 0.077 -0.274 0.006 0.572
Si 16.314 -7.854 0.199 0.112 0.023 0.726
Si 15.708 -3.989 0.098 -0.224 0.008 0.808
Si 19.91 0.062 0.18 0.328 -0.064 0.667
Si 18.987 4.07 -2.452 -0.079 0.02 0.082
Si 18.72 -7.737 0.222 -0.193 -0.05 0.567
Si 19.235 -5.762 1.384 -0.04 0.023 -0.069
Si 23.469 0.526 -2.826 -0.009 -0.512 -0.248
Si 22.227 3.917 0.166 -0.143 0.028 0.633
Si 23.109 -8.168 -1.877 0.178 0.403 0.579
Si 23.49 -3.817 0.044 -0.253 0.077 0.836
Si 27.63 -0.031 0.044 0.238 0.138 0.59
Si 27.715 3.982 0.113 0.016 0.027 0.083
Si 23.734 -7.566 0.252 0.04 -0.06 0.066
Si 28.737 -4.161 -2.024 -0.07 -0.079 0.15
Si 15.102 -0.205 -0.015 0.213 0.132 0.764
Si 15.557 5.665 1.399 -0.014 -0.008 -0.014
Si 15.511 -5.931 1.363 0.044 0.01 -0.069
Si 15.358 -2.042 1.398 0.014 -0.021 -0.052
Si 19.357 1.917 1.517 -0.003 -0.068 -0.062
Si 19.347 5.849 1.617 -0.021 0.003 0.007
Si 19.781 -7.267 -5.308 -0.034 -0.03 0.094
Si 19.254 -1.901 1.346 -0.031 0.014 -0.024
Si 22.982 1.981 1.336 -0.017 0.023 -0.077
Si 23.103 5.81 1.38 -0.018 0.037 -0.031
Si 23.168 -5.673 1.454 0.003 0.069 -0.082
Si 23.023 -1.881 1.332 0.02 0.047 -0.036
Si 27.045 1.968 1.238 0.006 -0.02 -0.045
Si 26.953 5.874 1.285 -0.027 -0.012 0.005
Si 26.904 -5.742 1.354 -0.026 0.048 -0.056
Si 26.931 -1.813 1.456 -0.002 0.036 -0.025
Si 13.537 1.85 2.704 0.01 0.052 0.01
Si 13.61 5.809 2.752 -0.043 -0.059 -0.051
Si 13.537 -5.82 2.683 -0.003 0.035 0.024
Si 13.454 -1.959 2.773 0.012 0.009 0.026
Si 17.34 1.876 2.708 -0.016 0.013 0.009
Si 17.385 5.677 2.862 -0.009 0.041 0.016
Si 17.356 -5.787 2.814 0.013 -0.029 0.037
Si 17.317 -1.9 2.717 0.014 -0.045 0.021
Si 21.227 1.936 2.901 0.032 -0.006 0.023
Si 21.287 5.899 2.878 0.038 -0.047 -0.022
Si 21.186 -5.744 2.719 -0.01 0.021 0.002
Si 21.15 -1.98 2.758 0.015 0.026 -0.014
Si 25.036 1.958 2.556 -0.007 0 -0.003
Si 25.055 5.695 2.701 0.004 0.073 -0.026
Si 25.063 -5.698 2.832 -0.003 -0.039 0.042
Si 24.958 -1.815 2.723 -0.04 -0.063 0.018
Si 13.496 -0.024 4.115 -0.008 -0.01 -0.018
Si 13.531 3.823 4.041 0.004 -0.043 -0.039
Si 13.512 -7.684 4.113 0.039 0.007 0.002
Si 13.485 -3.897 4.08 -0.004 -0.017 0.009
Si 17.319 -0.009 4.105 0.002 -0.016 -0.015
Si 17.35 3.757 4.15 0.029 0 0.005
Si 17.343 -7.725 4.143 -0.001 0.028 -0.001
Si 17.334 -3.824 4.104 -0.005 0 -0.022
Si 21.187 -0.043 4.139 -0.016 0.015 0.01
Si 21.222 3.908 4.165 -0.006 -0.036 0.006
Si 21.222 -7.592 4.183 -0.013 -0.005 0.017
Si 21.173 -3.863 4.128 -0.013 0 0.024
Si 25.001 0.093 4.051 0 -0.001 0.004
Si 25.054 3.803 4.056 0.004 -0.035 0.002
Si 25.042 -7.716 4.066 -0.009 0.011 -0.07
Si 25.028 -3.756 4.12 0.01 0.011 -0.017
Si 15.405 0.004 5.475 0.021 0.008 0.031
Si 15.409 3.83 5.464 -0.014 0.012 0.014
Si 15.416 -7.674 5.481 0.025 0 0.025
Si 15.402 -3.835 5.451 -0.005 -0.014 0.022
Si 19.246 -0.009 5.465 -0.006 -0.001 0.035
Si 19.277 3.839 5.486 -0.006 -0.003 0.039
Si 19.268 -7.681 5.487 -0.033 -0.009 0.017
Si 19.244 -3.848 5.473 0.011 -0.008 0.031
Si 23.116 0.019 5.469 0.002 0.01 0.023
Si 23.157 3.855 5.471 0.007 0.006 0.015
Si 23.159 -7.66 5.485 0.014 0.006 0.03
Si 23.108 -3.83 5.472 0.004 0.01 0.026
Si 26.915 0.004 5.448 -0.008 -0.009 0.029
Si 26.978 3.84 5.411 -0.025 -0.006 0.026
Si 26.951 -7.709 5.443 -0.012 -0.002 0.008
Si 26.951 -3.866 5.468 -0.009 -0.023 0.014
Si 15.412 1.982 12.224 0.003 -0.008 -0.017
Si 15.396 5.82 12.309 -0.022 0.004 -0.012
Si 15.383 -5.762 12.274 -0.007 0.014 -0.02
Si 15.42 -1.909 12.218 -0.005 -0.004 -0.011
Si 19.22 1.953 12.194 0.001 -0.019 -0.017
Si 19.223 5.789 12.272 0.009 0.005 0.002
Si 19.241 -5.758 12.24 0.015 0.006 -0.013
Si 19.251 -1.908 12.192 0.005 0.005 -0.023
Si 23.102 1.937 12.21 0.006 -0.008 -0.013
Si 23.1 5.756 12.249 -0.014 0 -0.017
Si 23.087 -5.777 12.225 -0.005 0.003 -0.023
Si 23.076 -1.918 12.189 0 0 -0.022
Si 27 1.901 12.208 -0.009 -0.011 -0.024
Si 27 5.75 12.25 0.003 0.007 -0.009
Si 26.973 -5.78 12.236 0.006 0.01 -0.025
Si 26.983 -1.937 12.213 0.023 0 -0.016
Si 13.504 2.003 13.583 -0.013 0.002 -0.005
Si 13.47 5.829 13.687 0.008 0.009 0.035
Si 13.459 -5.743 13.651 -0.008 0.001 0.012
Si 13.502 -1.931 13.564 -0.019 0.017 0.018
Si 17.326 1.986 13.593 -0.004 0.023 0.004
Si 17.318 5.818 13.69 -0.015 0.011 0.044
Si 17.325 -5.763 13.611 -0.018 -0.001 0.01
Si 17.356 -1.86 13.564 0.006 -0.012 0.003
Si 21.14 1.941 13.52 0.002 0.007 0.005
Si 21.161 5.777 13.601 0.017 -0.004 0.016
Si 21.166 -5.743 13.594 0.005 -0.004 0.011
Si 21.153 -1.939 13.555 0.019 0.005 0.021
Si 25.062 1.893 13.518 -0.008 -0.018 0.001
Si 25.065 5.734 13.557 0.006 0.015 0.021
Si 25.029 -5.793 13.545 -0.008 0.007 0.006
Si 25.017 -1.901 13.486 -0.02 -0.022 -0.001
Si 13.553 0.03 14.829 0.022 0.02 -0.009
Si 13.517 3.886 15.025 0.002 0.01 -0.028
Si 13.406 -7.625 15.072 -0.008 0.006 -0.039
Si 13.482 -3.812 15 -0.001 -0.021 -0.017
Si 17.358 0.067 14.931 -0.004 -0.023 0.001
Si 17.308 3.863 15.032 0.014 0.009 0.004
Si 17.327 -7.628 15.068 0.021 0.008 0.006
Si 17.36 -3.794 14.884 0.019 -0.005 -0.037
Si 21.14 0.013 14.839 -0.014 -0.001 -0.047
Si 21.125 3.824 14.916 -0.001 -0.011 0.017
Si 21.166 -7.666 14.936 0.003 -0.005 -0.036
Si 21.157 -3.827 14.973 0.004 0.002 -0.025
Si 25.01 -0.016 14.874 0.01 0.016 0.006
Si 25.128 3.785 14.875 0.01 -0.016 -0.001
Si 25.055 -7.727 14.885 0.015 -0.004 -0.051
Si 24.992 -3.815 14.799 -0.008 0.024 -0.046
Si 15.427 0.046 16.261 -0.015 -0.007 -0.023
Si 13.518 5.883 19.121 -0.017 -0.102 -0.654
Si 15.343 -7.62 16.397 0.026 -0.001 -0.026
Si 15.495 -3.764 16.269 0.015 -0.012 0.018
Si 19.323 1.943 17.74 -0.006 0.033 0.009
Si 19.241 3.88 16.378 -0.013 -0.013 0.016
Si 19.282 5.822 17.761 -0.034 0.017 0.02
Si 19.282 -5.703 17.775 0.009 0.027 0.09
Si 23.137 1.902 17.527 0.001 -0.001 -0.01
Si 23.123 5.643 17.333 -0.018 -0.026 -0.008
Si 23.131 -7.71 16.199 0.013 0.055 0.03
Si 23.147 -3.787 16.237 0.036 -0.079 0.05
Si 26.987 -0.057 16.144 -0.018 -0.023 0.009
Si 26.979 3.751 16.369 -0.058 0.007 0.016
Si 26.54 -5.714 17.52 0.197 -0.073 -0.829
Si 26.856 -3.83 16.18 -0.025 -0.083 0.02
Si 25.028 1.225 18.74 0.044 -0.181 -0.555
Si 15.409 5.819 17.737 0.044 0.003 0.039
Si 13.161 -4.558 19.646 0.012 0.318 -0.038
Si 15.435 -1.846 17.652 0.06 0.023 0.074
Si 21.336 2.359 18.965 -0.073 -0.252 -0.73
Si 21.354 5.491 18.808 -0.144 0.105 -0.596
Si 21.131 -2.055 18.846 0.089 0.176 -0.691
Si 19.201 -1.852 17.587 -0.019 0.008 0.001
Si 23.033 -0.001 16.173 -0.022 -0.002 0.042
Si 19.318 -7.638 16.396 0.01 -0.015 -0.01
Si 23.451 -5.762 17.48 -0.2 0.056 -0.785
Si 19.208 -3.826 16.322 -0.01 -0.015 0.005
Si 30.746 1.741 17.825 0.007 0.046 0.033
Si 26.902 5.713 17.681 0.001 -0.018 0.048
Si 21.021 -5.178 19.284 -0.464 -0.18 -0.577
Si 26.923 -1.932 17.541 0.064 -0.033 -0.005
Si 13.394 1.11 18.987 0.068 -0.291 -0.652
Si 15.403 3.831 16.456 -0.015 -0.019 0.013
Si 17.345 -6.055 19.078 0.001 0.198 -0.759
Si 13.439 -1.591 18.855 -0.047 0.257 -0.328
Si 17.376 1.573 19.025 -0.037 0.156 -0.782
Si 17.322 6.175 19.048 0.109 -0.189 -0.777
Si 15.491 -5.621 17.683 0.466 -0.189 -0.234
Si 17.351 -1.547 19.026 -0.04 -0.17 -0.772
Si 19.295 0.081 16.273 0.012 -0.002 0
Si 23.151 3.731 16.079 0.024 0.003 -0.034
Si 22.103 -5.932 21.86 -0.064 0.059 -0.112
Si 24.737 -1.231 21.018 0.125 -0.079 -0.638
Si 27.006 1.733 17.634 0.041 0.01 0.038
Si 24.885 5.597 18.828 0.154 0.013 -0.677
Si 26.912 -7.73 16.34 -0.026 0.047 0.027
Si 23.122 -1.851 17.6 -0.039 -0.026 0
Si 12.936 -7.091 20.996 -0.044 -0.015 -0.195
Si 24.034 -3.712 22.829 0.02 0.007 0.027
Si 17.501 3.893 21.229 -0.029 0.02 -0.132
Si 18.71 -8.656 24.814 -0.008 -0.156 -0.095
Si 17.234 -3.799 21.316 0.038 0.059 -0.152
Si 21.807 0.057 20.987 0.063 -0.013 -0.294
Si 22.729 -3.852 -2.983 0.037 -0.114 0.211
Si 24.412 -9.398 24.986 0.087 0.024 -0.025
Si 25.067 -1.193 18.751 -0.023 0.023 0.001
Si 26.795 -8.017 23.442 -0.146 -0.037 -0.069
Si 24.43 3.492 -6.926 -0.029 0.05 -0.003
Si 15.097 5.173 -4.749 0.023 0.04 -0.021
Si 15.016 3.96 23.187 -0.099 -0.033 -0.156
Si 20.685 -6.216 24.446 -0.046 0.031 -0.017
Si 25.926 -0.327 23.456 0.103 0.055 -0.035
Si 22.271 -6.904 -7.014 -0.002 0.027 -0.002
Si 22.354 0.039 0.122 -0.224 0.046 0.682
Si 23.161 -8.433 20.741 -0.1 -0.118 -0.219
Si 14.388 -4.147 -6.398 -0.092 0.054 -0.039
Si 26.915 -8.468 -7.931 0.027 0.028 0.057
Si 30.526 -3.326 23.585 0.076 -0.059 0.028
Si 25.505 4.73 -4.474 0.032 -0.007 0.185
Si 27.85 -2.604 24.467 -0.025 0.022 -0.023
Si 12.874 -3.034 -8.511 0.001 -0.015 -0.107
Si 17.165 -8.657 -6.213 0.056 0.064 0.06
Si 15.741 -6.203 -5.086 0.004 -0.171 0.066
Si 13.891 2.322 -8.538 -0.122 -0.015 -0.093
Si 25.124 3.226 20.979 0.03 -0.055 -0.083
Si 15.453 1.785 1.288 -0.001 -0.014 -0.04
Si 19.385 1.566 25.064 0.06 -0.014 -0.072
Si 23.489 -1.417 24.817 0.053 -0.1 -0.056
Si 20.772 -0.744 23.739 -0.001 -0.104 -0.039
Si 19.428 -2.598 -7.373 0.083 -0.046 -0.07
Si 22.987 4.555 22.775 0.01 -0.032 -0.239
Si 28.221 3.346 21.262 -0.106 0.013 -0.184
Si 13.713 5.254 -7.413 0.026 0.023 -0.007
Si 11.296 -0.692 -5.251 0.023 0.038 0.113
Si 26.183 -5.216 24.447 -0.056 0.143 -0.039
Si 13.824 -8.607 23.639 -0.04 -0.06 -0.063
Si 19.837 4.144 23.218 0.07 0.079 0.024
Si 19.35 -3.414 23.68 -0.056 -0.017 -0.108
Si 12.386 -0.114 -7.96 -0.02 -0.015 -0.019
Si 18.846 -3.846 0.053 0.211 0.024 0.824
Si 23.877 -9.245 -8.399 -0.067 -0.104 0.035
Si 21.663 -0.74 -6.716 0.128 0.026 -0.008
Si 21.599 2.361 -6.467 0.123 0.013 -0.038
Si 26.446 -7.747 -5.049 -0.024 -0.114 0.057
Si 18.336 -4.511 -5.207 0.166 -0.038 0.076
Si 26.547 0.828 -2.655 0.022 -0.179 0.135
Si 26.765 3.673 -1.982 0.455 0.314 0.502
Si 27.813 -7.156 -2.462 -0.204 0.006 0.176
Si 26.629 -3.715 0.165 0.174 -0.128 0.804
Si 31.16 -0.14 -2.857 -0.011 -0.055 0.114
Si 31.329 3.035 -2.674 0.046 0.115 0.209
Si 30.575 -8.006 -2.313 0.439 -0.011 0.585
Si 29.368 -2.143 -4.405 0.006 0.101 0.134
Si -25.541 2.056 -3.607 -0.073 -0.152 0.081
Si 35.143 3.902 0.163 0.028 0.018 -0.045
Si -26.454 -8.336 -2.053 -0.312 0.206 0.527
Si -26.409 -3.222 -2.772 0.013 0.039 0.158
Si -22.338 -1.53 -4.691 -0.035 -0.011 0.017
Si -22.215 4.515 -2.27 -0.199 -0.004 0.116
Si -20.059 -7.609 0.027 -0.213 -0.044 0.604
Si -22.602 -6.337 -4.472 -0.099 -0.245 0.036
Si -27.405 -0.288 -2.762 -0.018 0.056 0.132
Si 30.095 3.773 0.129 -0.141 0.071 0.663
Si 31.598 -7.844 -0.14 0.077 -0.016 -0.008
Si 31.053 -4.014 0.126 -0.17 0.055 0.771
Si 34.829 0.047 0.153 -0.234 0.029 0.773
Si -27.248 4.096 -2.017 0.071 -0.044 0.721
Si 34.03 -7.731 -0.019 -0.071 -0.051 -0.066
Si 34.541 -5.812 1.281 0.036 0.05 -0.073
Si -22.839 0.729 -2.792 -0.085 -0.062 0.119
Si -23.954 3.899 0.053 -0.195 0.07 0.513
Si -23.377 -8.079 -1.991 0.251 0.414 0.545
Si -22.709 -3.858 -0.01 -0.266 0.02 0.812
Si -18.937 0.005 -0.057 -0.264 0.155 0.687
Si -18.434 3.992 0.086 0.058 0.046 0.084
Si -22.495 -7.587 0.11 0.035 -0.09 0.014
Si -17.476 -4.132 -2.059 0 -0.089 0.202
Si 30.086 -0.197 0.098 -0.288 0.177 0.612
Si 30.848 5.735 1.246 -0.014 -0.047 0.005
Si 30.901 -6.002 1.31 -0.003 0.034 -0.081
Si 30.646 -2.05 1.423 0.038 -0.011 -0.037
Si 34.618 1.987 1.421 -0.027 -0.056 -0.062
Si 34.597 5.818 1.387 0.035 0.017 0.021
Si -26.537 -7.219 -4.946 0.056 0.062 0.08
Si 34.496 -1.913 1.41 0.011 -0.002 -0.047
Si -23.214 1.963 1.238 -0.001 -0.022 -0.064
Si -23.13 5.805 1.276 -0.017 0.034 0.003
Si -23.05 -5.726 1.376 -0.005 0.063 -0.079
Si -23.162 -1.943 1.306 0.026 0.006 -0.047
Si -19.201 2.007 1.207 0.02 -0.022 -0.073
Si -19.257 5.869 1.248 -0.01 -0.006 0.008
Si -19.328 -5.758 1.319 0.002 0.021 -0.052
Si -19.34 -1.813 1.416 0.003 0.013 -0.037
Si 28.84 1.872 2.77 -0.02 0.002 0
Si 28.901 5.887 2.643 0.005 -0.061 -0.019
Si 28.899 -5.862 2.622 -0.003 0.03 0.02
Si 28.803 -2.011 2.844 0.005 0.008 0.003
Si 32.625 1.902 2.654 -0.016 0.003 0.022
Si 32.684 5.673 2.727 -0.015 0.008 -0.029
Si 32.718 -5.849 2.769 0.016 -0.006 0.038
Si 32.593 -1.922 2.756 -0.018 -0.026 0.033
Si -25.016 1.908 2.771 0.01 0.017 0.017
Si -25.007 5.878 2.711 0.01 -0.013 -0.008
Si -25.046 -5.785 2.622 -0.009 0.019 0.059
Si -25.074 -1.975 2.699 0.009 0.015 0.046
Si -21.2 1.978 2.528 -0.008 -0.03 0.032
Si -21.185 5.691 2.633 -0.006 0.058 -0.01
Si -21.174 -5.721 2.783 -0.01 -0.027 0.046
Si -21.27 -1.85 2.727 -0.026 -0.016 0.04
Si 28.849 -0.04 4.134 -0.007 0.013 0.017
Si 28.876 3.89 4.005 0.021 -0.015 -0.058
Si 28.881 -7.686 4.097 0.013 -0.004 0.009
Si 28.857 -3.968 4.085 0.002 -0.009 0.011
Si 32.659 0.008 4.074 -0.014 -0.014 -0.012
Si 32.665 3.78 4.079 0.026 -0.023 0.01
Si 32.709 7.611 4.093 0.015 0.015 -0.065
Si 32.668 -3.883 4.076 -0.013 0.03 -0.017
Si -25.028 -0.04 4.076 -0.024 -0.019 -0.014
Si -25.013 3.892 4.041 -0.009 -0.046 -0.036
Si -25.012 7.745 4.085 0.005 0.002 0.009
Si -25.05 -3.891 4.042 -0.011 0.016 0.006
Si -21.225 0.093 4.01 0.001 0.007 0.003
Si -21.186 3.816 4.02 -0.001 -0.024 -0.002
Si -21.184 7.653 4.017 -0.009 0.017 -0.067
Si -21.199 -3.791 4.096 0.006 0.002 -0.002
Si 30.773 -0.005 5.47 0.013 0.01 0.029
Si 30.758 3.844 5.432 -0.011 -0.011 0.012
Si 30.798 7.677 5.452 -0.015 0.007 0.04
Si 30.771 -3.895 5.452 0.002 0.006 0.031
Si -26.955 -0.021 5.424 -0.007 -0.001 0.031
Si -26.934 3.822 5.407 -0.023 0.011 0.033
Si -26.927 7.664 5.445 -0.001 -0.006 0.036
Si -26.955 -3.88 5.427 0.017 -0.018 0.024
Si -23.111 0.018 5.428 0.01 0.008 0.023
Si -23.099 3.85 5.406 0.001 0.016 0.022
Si -23.081 7.695 5.418 0.005 0.009 0.025
Si -23.131 -3.855 5.427 -0.013 -0.005 0.027
Si -19.303 0.007 5.401 -0.011 -0.009 0.025
Si -19.248 3.842 5.359 -0.004 0.001 0.028
Si -19.271 7.674 5.394 -0.005 -0.002 0.009
Si -19.265 -3.867 5.422 0.001 -0.016 0.016
Si 30.838 1.916 12.272 0.007 0.008 -0.014
Si 30.81 5.743 12.323 -0.007 0.005 -0.026
Si 30.8 -5.812 12.291 -0.009 0.005 -0.021
Si 30.828 -1.968 12.248 0.012 0.005 -0.014
Si -26.935 1.921 12.257 -0.007 -0.004 -0.009
Si -26.958 5.748 12.334 0.009 0.004 -0.005
Si -26.936 -5.815 12.29 0.012 0.014 -0.011
Si -26.948 -1.969 12.239 -0.006 -0.003 -0.016
Si -23.113 1.923 12.229 -0.002 -0.014 -0.021
Si -23.109 5.736 12.266 -0.011 0.003 -0.02
Si -23.122 -5.811 12.235 -0.015 0.018 -0.021
Si -23.138 -1.948 12.178 -0.003 0.002 -0.026
Si -19.249 1.927 12.208 -0.004 -0.008 -0.017
Si -19.239 5.762 12.244 -0.007 -0.005 -0.018
Si -19.265 -5.787 12.229 0.009 0.004 -0.018
Si -19.237 -1.932 12.175 0.006 -0.003 -0.017
Si 28.907 1.92 13.597 -0.022 -0.012 0.011
Si 28.888 5.745 13.681 -0.013 0 0.022
Si 28.868 -5.789 13.638 0.005 0.001 0.019
Si 28.907 -1.98 13.579 -0.026 0.018 0.017
Si 32.74 1.922 13.681 0.007 0.025 0.022
Si 32.686 5.75 13.768 -0.016 0.014 0.055
Si 32.706 -5.849 13.687 -0.006 -0.024 0.011
Si 32.722 -1.98 13.658 0 -0.006 0.017
Si -25.026 1.929 13.616 0.019 0.003 0.009
Si -25.018 5.735 13.667 -0.007 0.01 0.016
Si -25.014 -5.801 13.654 0.002 -0.01 0.023
Si -25.036 -1.99 13.585 0.021 -0.002 0.016
Si -21.178 1.919 13.558 0 -0.015 0.01
Si -21.163 5.736 13.594 0.023 0.004 0.039
Si -21.201 -5.828 13.576 -0.009 -0.001 0.028
Si -21.193 -1.917 13.462 -0.007 -0.002 -0.007
Si 28.93 -0.039 14.876 0.027 0.019 -0.011
Si 28.907 3.799 15.031 0.003 0.006 -0.004
Si 28.854 -7.695 15.023 -0.019 0.02 -0.026
Si 28.894 -3.867 15 -0.01 -0.018 -0.016
Si 32.758 -0.032 14.996 0 -0.014 -0.001
Si 32.718 3.809 15.14 0.01 -0.003 -0.015
Si 32.658 -7.709 15.177 -0.032 0.001 -0.005
Si 32.722 -3.928 15.023 0.025 0.027 -0.022
Si -25.035 -0.047 14.881 -0.018 0.005 -0.034
Si -25.022 3.819 15.049 0 -0.003 0.017
Si -25.046 -7.724 15.026 0.019 0.013 -0.027
Si -25.037 -3.877 15.025 -0.009 0.005 -0.023
Si -21.194 -0.036 14.85 0.002 0.01 -0.003
Si -21.13 3.812 14.953 -0.019 -0.022 -0.002
Si -21.207 -7.752 14.972 -0.021 -0.001 -0.045
Si -21.223 -3.824 14.788 -0.025 0.014 -0.06
Si 30.81 -0.042 16.294 -0.025 -0.009 -0.035
Si 28.727 5.739 19.137 0.005 -0.2 -0.655
Si 30.658 -7.66 16.532 0.022 -0.022 -0.039
Si 30.821 -3.921 16.398 0.008 0.028 0.005
Si 34.704 1.815 17.777 -0.008 0.034 0.011
Si 34.654 3.835 16.534 0.001 -0.001 0.038
Si 34.579 5.779 17.975 -0.365 -0.084 -0.418
Si 34.733 -5.857 17.906 0.038 0.041 -0.02
Si -23.041 1.821 17.563 0.023 0.004 -0.005
Si -23.04 5.705 17.726 -0.043 -0.003 0.048
Si -23.122 -7.741 16.371 0.013 0.027 0.004
Si -23.033 -3.811 16.267 0.007 -0.025 0.035
Si -19.209 -0.039 16.085 -0.02 -0.024 0
Si -19.184 3.751 16.303 -0.042 0.006 -0.002
Si -19.714 -5.679 17.568 0.122 -0.113 -0.786
Si -19.367 -3.834 16.167 -0.003 -0.066 0.012
Si -21.122 1.211 18.738 -0.001 -0.162 -0.565
Si 30.67 5.72 17.81 0.035 0.032 0.025
Si 28.88 -5.012 19.478 0.47 0.006 -0.384
Si 30.875 -1.951 17.652 0.031 0.015 0.017
Si 36.703 2.044 19.03 -0.026 -0.237 -0.773
Si -24.442 5.175 19.561 0.318 0.206 -0.428
Si 36.607 -2.322 18.997 0.067 0.256 -0.733
Si 34.658 -1.992 17.733 -0.023 -0.001 -0.005
Si -23.132 -0.061 16.197 -0.018 -0.007 0.036
Si 34.652 -7.746 16.491 -0.002 -0.033 -0.012
Si -22.823 -5.745 17.583 -0.554 -0.01 -0.158
Si 34.606 -3.957 16.444 -0.02 -0.009 -0.018
Si -15.431 1.818 17.763 -0.007 0.033 0.032
Si -19.156 5.707 17.579 0.045 -0.034 0.028
Si 36.852 -5.484 19.06 0.031 -0.258 -0.768
Si -19.257 -1.906 17.478 0.066 -0.018 0.006
Si 28.798 1.147 19.105 0.047 0.221 -0.834
Si 30.766 3.75 16.5 0.01 -0.034 0.014
Si 32.701 -6.126 19.193 0.027 0.197 -0.696
Si 28.876 -1.957 18.827 -0.009 0 -0.559
Si 32.749 1.465 19.037 -0.008 0.113 -0.773
Si 32.555 6.098 19.149 0.113 -0.225 -0.758
Si 30.693 -5.697 17.96 -0.03 -0.037 0.054
Si 32.749 -1.654 19.085 0.003 -0.164 -0.757
Si 34.695 -0.066 16.353 0.021 -0.011 -0.006
Si -23.04 3.811 16.321 0.033 0.004 0.005
Si -23.507 -6.173 21.762 -0.011 -0.053 -0.158
Si -21.332 -1.24 21.043 0.131 -0.005 -0.656
Si -19.186 1.749 17.572 0.016 0.013 0.046
Si -21.045 5.651 18.866 -0.025 -0.006 -0.662
Si -19.293 -7.684 16.344 -0.006 0.041 0.042
Si -23.027 -1.89 17.667 -0.037 -0.039 0.001
Si 28.539 -7.386 21.216 -0.142 0.099 -0.009
Si -22.029 -3.787 22.693 0.005 0.05 0.034
Si -28.73 3.773 21.257 -0.024 0.034 -0.067
Si -27.306 -8.821 24.798 -0.08 -0.092 0.044
Si 32.596 -3.863 21.416 0.016 0.094 -0.097
Si -24.342 -0.241 21.139 0.002 -0.041 -0.236
Si -23.482 -3.767 -3.034 -0.032 -0.096 0.231
Si -22.201 5.677 25.106 0.063 -0.128 -0.091
Si -21.058 -1.185 18.765 -0.008 0.017 -0.006
Si -19.744 -8.413 23.933 -0.134 0.021 -0.034
Si -21.628 3.233 -6.884 -0.004 0.045 -0.003
Si 30.677 5.129 -4.601 -0.062 0.182 0.113
Si 30.468 3.782 23.362 -0.138 -0.088 -0.166
Si -25.289 -6.421 24.293 -0.037 0.069 -0.094
Si -20.244 -0.465 23.576 0.096 0.04 -0.054
Si -24.254 -7.246 -6.88 0.03 0.084 0.026
Si -23.57 -0.041 0.003 0.322 0.117 0.763
Si -20.723 -7.715 21.278 -0.004 -0.012 -0.077
Si 29.938 -4.185 -6.399 0.008 -0.054 -0.045
Si -19.409 -8.26 -7.924 0.05 0.004 -0.021
Si -15.697 -3.315 23.51 0.113 -0.063 -0.017
Si -20.557 4.629 -4.569 0.037 0.012 0.198
Si -18.347 -2.817 24.464 -0.065 0.063 -0.027
Si 28.456 -3.026 -8.473 0.046 0.018 -0.042
Si 32.454 -8.611 -6.114 0.022 0.055 -0.046
Si 31.03 -6.296 -4.838 -0.022 -0.164 0.156
Si 29.33 2.188 -8.369 -0.073 0.07 -0.058
Si -21.02 3.235 20.941 0.026 -0.081 -0.053
Si 30.673 1.803 1.298 0.016 -0.038 -0.057
Si -26.765 1.454 25.167 0.107 -0.008 -0.012
Si -22.606 -1.697 24.886 0.042 -0.025 0.009
Si -25.31 -0.944 23.957 -0.021 -0.017 -0.03
Si -26.939 -2.809 -7.267 0.031 0.013 -0.063
Si -23.429 4.568 22.377 -0.015 0.012 -0.261
Si -17.97 3.368 21.215 -0.106 0.078 -0.231
Si 29.196 5.102 -7.199 0.005 -0.024 0.04
Si 26.664 -0.846 -5.192 -0.059 0.048 0.109
Si -20.032 -5.392 24.372 0.013 0.077 0.022
Si 29.553 -8.678 23.684 -0.114 -0.043 -0.091
Si -26.4 3.9 23.215 0.059 0.094 0.009
Si -26.81 -3.618 23.784 -0.039 0 -0.002
Si 27.784 -0.195 -7.866 -0.025 -0.024 0.006
Si 34.16 -3.816 0.08 0.164 -0.053 0.77
Si -22.344 -9.414 -8.241 -0.013 -0.059 0.042
Si -24.453 -1.114 -6.785 0.111 0.056 -0.013
Si -24.424 1.971 -6.363 0.074 0.001 -0.109
Si -19.914 -7.747 -5.079 -0.045 -0.094 0.08
Si -27.872 -4.548 -5.006 0.154 -0.078 -0.013
Si -19.952 0.995 -2.691 -0.015 -0.118 0.119
Si -19.387 3.779 -2.008 0.437 0.27 0.535
Si -18.388 -7.148 -2.523 -0.17 0.005 0.153
Si -19.591 -3.728 0.146 0.156 -0.171 0.775
Si -14.809 -0.143 -2.867 0.04 -0.012 0.126
Si -14.84 3.011 -2.752 0.039 0.097 0.2
Si -15.558 -7.974 -2.364 0.416 -0.002 0.613
Si -16.777 -2.116 -4.398 0.078 0.046 0.154
Si -10.03 2.035 -3.651 -0.045 -0.102 0.045
Si -11.055 3.925 0.128 0.015 0.032 -0.037
Si -10.892 -8.584 -2.535 -0.108 -0.122 0.105
Si -10.97 -3.242 -2.837 0.02 0.01 0.166
Si -6.851 -1.712 -4.79 -0.059 0.04 0.025
Si -6.735 4.416 -2.125 -0.145 -0.067 0.07
Si -4.291 -7.605 0.062 0.57 -0.034 0.628
Si -6.962 -6.582 -4.465 -0.037 -0.001 0.092
Si -11.854 -0.276 -2.842 -0.002 0.041 0.177
Si -16.057 3.766 0.076 -0.166 0.095 0.606
Si -14.612 -7.829 -0.133 0.066 -0.025 -0.018
Si -15.137 -3.995 0.058 -0.212 -0.037 0.775
Si -11.287 0.087 0.1 -0.278 -0.006 0.751
Si -11.869 4.021 -2.085 0.069 0.072 0.644
Si -12.179 -7.71 0.142 -0.382 -0.147 0.497
Si -11.66 -5.756 1.345 0.018 0.05 -0.075
Si -7.346 0.637 -2.8 -0.065 -0.058 0.151
Si -8.601 3.855 0.083 -0.215 0.114 0.525
Si -8.006 -8.406 -2.336 0.01 0.102 0.048
Si -7.292 -3.815 0.016 -0.263 0.059 0.78
Si -3.479 -0.005 -0.046 -0.265 0.169 0.7
Si -2.922 3.954 0.056 0.13 0.021 0.091
Si -7.501 -7.526 0.279 -0.468 -0.123 0.649
Si -2.013 -4.137 -2.038 0.005 -0.04 0.263
Si -15.792 -0.205 0.035 0.186 0.169 0.724
Si -15.359 5.736 1.218 -0.019 -0.027 0.012
Si -15.331 -5.974 1.264 0.003 0.036 -0.066
Si -15.506 -2.065 1.396 0.024 -0.016 -0.037
Si -11.553 2.005 1.401 -0.006 -0.048 -0.06
Si -11.587 5.792 1.435 -0.01 0.041 -0.012
Si -10.99 -7.199 -5.304 -0.057 0.021 0.084
Si -11.657 -1.902 1.324 0.013 -0.007 -0.045
Si -7.813 1.979 1.305 -0.01 -0.022 -0.063
Si -7.853 5.767 1.319 0.013 0.014 -0.067
Si -7.739 -5.604 1.489 0.044 0.029 -0.072
Si -7.729 -1.914 1.342 0.019 0.008 -0.069
Si -3.746 2.005 1.207 0.009 -0.017 -0.071
Si -3.734 5.809 1.259 -0.103 0.035 0.001
Si -3.799 -5.71 1.363 -0.025 0.021 -0.032
Si -3.895 -1.813 1.425 -0.015 0.021 -0.032
Si -17.364 1.868 2.698 -0.014 0.044 0.008
Si -17.311 5.891 2.607 -0.003 -0.066 -0.002
Si -17.327 -5.853 2.581 -0.009 0.055 0.022
Si -17.41 -1.972 2.751 -0.006 0.003 0.03
Si -13.544 1.927 2.648 -0.025 -0.027 0.01
Si -13.534 5.681 2.722 -0.016 0.024 -0.012
Si -13.524 -5.8 2.762 -0.012 -0.025 0.031
Si -13.555 -1.917 2.714 -0.001 -0.007 0.036
Si -9.65 1.921 2.785 -0.008 0.01 0.008
Si -9.67 5.845 2.786 -0.006 -0.008 0.007
Si -9.719 -5.711 2.712 -0.024 -0.019 0.031
Si -9.694 -1.958 2.672 0.008 0.013 0.037
Si -5.762 2.001 2.536 0.005 -0.03 0.024
Si -5.781 5.711 2.565 0.024 0.092 -0.007
Si -5.744 -5.712 2.757 0.021 -0.034 0.034
Si -5.827 -1.839 2.743 -0.027 -0.01 0.042
Si -17.365 -0.026 4.082 0.001 -0.01 0.003
Si -17.342 3.886 3.953 0.014 -0.03 -0.065
Si -17.33 7.709 4.059 0.023 0.002 0.019
Si -17.368 -3.934 4.014 0.007 -0.009 0.009
Si -13.527 0.016 4.041 0.004 -0.016 -0.004
Si -13.531 3.797 4.079 0.018 -0.011 0.018
Si -13.499 7.64 4.066 0.012 0.017 -0.031
Si -13.531 -3.847 4.074 -0.008 0.012 -0.015
Si -9.659 -0.033 4.066 -0.023 -0.016 -0.016
Si -9.654 3.877 4.091 0.003 -0.033 -0.02
Si -9.645 -7.624 4.096 0.013 0.001 0.003
Si -9.695 -3.826 4.089 -0.013 0.024 0
Si -5.798 0.11 4.015 -0.004 -0.001 0.012
Si -5.769 3.854 4.001 -0.021 -0.009 -0.02
Si -5.77 -7.728 3.985 -0.011 0.004 -0.025
Si -5.771 -3.791 4.096 0.005 -0.003 -0.008
Si -15.438 0.006 5.42 0.017 0.015 0.02
Si -15.464 3.851 5.395 -0.017 0.001 0.01
Si -15.417 7.695 5.419 -0.005 0.009 0.031
Si -15.459 -3.859 5.405 -0.014 -0.004 0.024
Si -11.596 -0.004 5.403 -0.007 -0.004 0.033
Si -11.589 3.838 5.419 -0.014 0.006 0.038
Si -11.578 -7.694 5.426 -0.026 -0.012 0.022
Si -11.611 -3.842 5.437 0.014 -0.014 0.034
Si -7.716 0.033 5.399 0.003 0.015 0.027
Si -7.694 3.865 5.391 0.006 0.004 0.021
Si -7.682 -7.675 5.389 0.032 0.002 0.023
Si -7.727 -3.83 5.412 -0.005 -0.004 0.023
Si -3.88 0.021 5.412 -0.009 -0.001 0.023
Si -3.842 3.853 5.375 -0.004 -0.005 0.035
Si -3.865 -7.707 5.395 -0.023 -0.002 0.015
Si -3.849 -3.853 5.449 0.003 -0.004 0.015
Si -15.394 1.944 12.178 0.004 -0.003 -0.013
Si -15.414 5.786 12.267 -0.007 0.001 -0.014
Si -15.42 -5.781 12.224 -0.003 0.011 -0.025
Si -15.397 -1.933 12.189 0.001 0.003 -0.011
Si -11.602 1.947 12.151 -0.001 -0.005 -0.014
Si -11.617 5.784 12.246 0 -0.003 -0.002
Si -11.588 -5.773 12.206 0.012 0.002 -0.016
Si -11.592 -1.925 12.163 0 0.003 -0.018
Si -7.729 1.948 12.175 0.004 -0.004 -0.009
Si -7.732 5.768 12.22 -0.011 0.003 -0.013
Si -7.745 -5.774 12.192 0.002 0.007 -0.021
Si -7.762 -1.913 12.15 -0.002 0.001 -0.021
Si -3.826 1.919 12.187 -0.008 -0.013 -0.023
Si -3.831 5.763 12.214 0.008 0 -0.009
Si -3.857 -5.767 12.206 0.002 0.011 -0.026
Si -3.852 -1.923 12.181 0.015 -0.001 -0.018
Si -17.297 1.943 13.532 -0.004 -0.007 0.003
Si -17.331 5.781 13.641 -0.003 0.005 0.028
Si -17.339 -5.762 13.588 0.001 0.009 0.023
Si -17.311 -1.958 13.538 -0.016 0.022 0.015
Si -13.489 1.975 13.558 0.004 0.017 0.012
Si -13.52 5.806 13.684 -0.005 0.011 0.044
Si -13.5 -5.8 13.592 -0.012 -0.007 0.01
Si -13.481 -1.904 13.563 0 -0.008 0.013
Si -9.691 1.941 13.491 0.006 0.008 0.006
Si -9.679 5.772 13.572 0.016 -0.004 0.018
Si -9.669 -5.75 13.566 0.003 -0.004 0.014
Si -9.687 -1.94 13.523 0.021 0.006 0.02
Si -5.771 1.914 13.49 -0.003 -0.016 0.003
Si -5.765 5.755 13.533 0.009 0.015 0.029
Si -5.804 -5.778 13.519 -0.003 0.005 0.007
Si -5.822 -1.886 13.454 -0.018 -0.018 0.003
Si -17.265 -0.006 14.821 0.026 0.012 -0.005
Si -17.28 3.818 14.96 0.01 0.002 -0.009
Si -17.368 -7.651 14.984 -0.023 -0.003 -0.021
Si -17.329 -3.847 14.961 -0.015 -0.017 -0.015
Si -13.451 0.056 14.892 0.003 -0.025 0
Si -13.521 3.846 15.017 -0.001 0.002 -0.01
Si -13.538 -7.645 15.09 -0.007 -0.003 0.011
Si -13.494 -3.857 14.891 0.017 0.035 -0.038
Si -9.688 0.012 14.813 -0.02 0.002 -0.041
Si -9.715 3.822 14.897 0.001 -0.003 0.015
Si -9.697 -7.675 14.913 0.001 0 -0.033
Si -9.693 -3.829 14.943 0.001 -0.004 -0.027
Si -5.828 0.002 14.842 0.003 0.016 0.008
Si -5.714 3.807 14.853 0.009 -0.014 -0.001
Si -5.774 -7.706 14.872 0.017 0.012 -0.039
Si -5.848 -3.796 14.773 -0.017 0.012 -0.043
Si -15.369 0.036 16.22 -0.03 0.002 -0.03
Si -17.416 5.802 19.135 0.125 -0.161 -0.692
Si -15.533 -7.615 16.455 0.004 -0.033 -0.013
Si -15.359 -3.844 16.293 0.006 0.017 0.017
Si -11.503 1.93 17.734 0.001 0.026 0.01
Si -11.597 3.872 16.374 -0.008 -0.025 0.016
Si -11.593 5.804 17.779 -0.032 0.019 0.012
Si -11.616 -5.718 17.782 -0.001 0.022 0.091
Si -7.705 1.901 17.524 0.011 -0.001 -0.005
Si -7.74 5.642 17.317 -0.03 -0.032 0.001
Si -7.725 -7.723 16.158 0.024 0.058 0.029
Si -7.707 -3.779 16.208 0.041 -0.076 0.054
Si -3.839 -0.013 16.092 -0.015 -0.031 0.008
Si -3.852 3.807 16.336 -0.053 0.011 0.022
Si -4.342 -5.642 17.519 0.265 -0.108 -0.792
Si -3.971 -3.793 16.145 -0.023 -0.097 0.017
Si -5.786 1.246 18.698 0.027 -0.176 -0.569
Si -15.472 5.79 17.782 0.006 0.024 0.042
Si -17.234 -4.882 19.322 0.361 -0.014 -0.513
Si -15.294 -1.877 17.557 0.04 0.019 0.013
Si -9.505 2.328 18.983 -0.048 -0.272 -0.727
Si -9.511 5.461 18.798 -0.141 0.091 -0.603
Si -9.691 -2.073 18.849 0.102 0.212 -0.688
Si -11.606 -1.862 17.569 -0.021 0.015 0.005
Si -7.8 0.002 16.157 -0.021 -0.003 0.048
Si -11.541 -7.655 16.402 0.015 -0.011 0.001
Si -7.445 -5.773 17.429 -0.194 0.071 -0.761
Si -11.635 -3.847 16.313 -0.003 0.001 0.011
Si -0.067 1.781 17.777 0.017 0.029 0.028
Si -3.949 5.765 17.666 0.001 -0.018 0.048
Si -9.854 -5.206 19.262 -0.47 -0.17 -0.57
Si -3.901 -1.883 17.487 0.065 0.009 -0.01
Si -17.383 1.208 19.013 0.076 0.225 -0.857
Si -15.431 3.82 16.44 0.016 -0.017 0.027
Si -13.555 -6.051 19.115 -0.018 0.22 -0.731
Si -17.287 -1.867 18.712 -0.011 0.011 -0.59
Si -13.448 1.559 19.016 0.001 0.142 -0.766
Si -13.559 6.16 19.088 0.114 -0.224 -0.769
Si -15.503 -5.625 17.825 -0.019 -0.03 0.094
Si -13.445 -1.566 19.015 -0.015 -0.169 -0.753
Si -11.529 0.073 16.256 0.023 -0.004 -0.009
Si -7.691 3.729 16.067 0.022 0 -0.028
Si -8.766 -5.935 21.834 -0.089 0.061 -0.115
Si -6.087 -1.211 20.967 0.121 -0.048 -0.619
Si -3.826 1.783 17.575 0.037 0.003 0.032
Si -5.973 5.607 18.808 0.156 0.019 -0.681
Si -3.913 -7.668 16.342 -0.023 0.032 0.025
Si -7.709 -1.849 17.588 -0.031 -0.021 0.006
Si -17.78 -7.084 21.061 -0.054 -0.072 -0.143
Si -6.762 -3.747 22.682 0.032 0.005 0.021
Si -13.362 3.863 21.246 -0.063 0.022 -0.106
Si -12.041 -8.776 24.852 -0.029 -0.13 -0.086
Si -13.577 -3.784 21.348 0.061 0.07 -0.137
Si -9.035 0.018 21.012 0.011 0.005 -0.266
Si -8.062 -3.984 -3.033 0.003 0 0.218
Si -6.483 -9.454 24.953 0.025 0.029 -0.064
Si -5.751 -1.161 18.703 -0.041 0.026 -0.006
Si -4.078 -8.068 23.461 -0.132 -0.056 -0.042
Si -6.278 3.462 -6.972 -0.01 0.064 -0.03
Si -15.419 5.187 -4.66 -0.08 0.149 0.082
Si -15.765 3.912 23.288 -0.066 -0.065 -0.095
Si -10.159 -6.222 24.517 -0.086 0.076 -0.045
Si -4.867 -0.374 23.459 0.03 0.056 -0.058
Si -8.489 -6.916 -7.075 -0.042 -0.005 -0.009
Si -8.124 -0.006 0.058 0.316 0.117 0.75
Si -7.722 -8.476 20.738 -0.081 -0.134 -0.214
Si -16.337 -4.227 -6.374 -0.044 -0.031 -0.044
Si -3.945 -8.324 -8.007 0.028 -0.009 0.063
Si -0.253 -3.366 23.46 0.087 -0.055 -0.027
Si -5.169 4.684 -4.513 0.051 -0.028 0.193
Si -2.918 -2.657 24.404 -0.015 0.007 -0.007
Si -17.862 -3.083 -8.458 0.02 -0.031 -0.078
Si -13.628 -8.589 -6.23 -0.027 0.054 0.052
Si -15.063 -6.238 -4.853 0.018 -0.174 0.154
Si -16.979 2.344 -8.432 -0.096 0.048 -0.04
Si -5.686 3.231 20.943 0.027 -0.046 -0.083
Si -15.476 1.82 1.279 0.026 -0.02 -0.039
Si -11.459 1.545 25.051 0.045 -0.025 -0.051
Si -7.256 -1.585 24.847 0.033 -0.025 -0.024
Si -9.969 -0.815 23.828 0.009 -0.041 -0.037
Si -11.408 -2.638 -7.37 0.058 -0.065 -0.029
Si -7.87 4.478 22.74 0.009 -0.027 -0.252
Si -2.6 3.448 21.219 -0.12 0.023 -0.2
Si -17.052 5.265 -7.229 0.05 0.026 0.058
Si -19.508 -0.767 -5.249 -0.019 0.078 0.112
Si -4.672 -5.214 24.344 -0.035 0.118 -0.075
Si -16.889 -8.634 23.674 -0.053 -0.045 -0.083
Si -11.006 4.05 23.163 0.081 0.052 0.066
Si -11.513 -3.42 23.766 -0.039 0.002 -0.088
Si -18.388 -0.17 -7.93 -0.008 0 0.005
Si -12.015 -3.833 0.015 0.207 0.023 0.789
Si -6.927 -9.249 -8.45 -0.041 -0.14 0.041
Si -9.006 -0.971 -6.797 0.11 0.062 -0.023
Si -9.047 2.132 -6.401 0.009 -0.001 -0.137
Si -4.32 -7.749 -5.06 -0.018 -0.057 0.052
Si -12.442 -4.494 -5.16 0.1 -0.071 0.038
Si -0.005 -1.933 6.83 -0.003 0.002 -0.016
Si -0.017 1.918 6.825 -0.004 -0.001 -0.017
Si 0.001 -9.627 6.81 0.002 0.013 -0.016
Si 0.001 -5.767 6.827 0.006 0.006 -0.016
Si 3.846 -1.912 6.843 -0.011 -0.003 -0.014
Si 3.862 1.914 6.831 0.006 0.017 -0.017
Si 3.858 -9.625 6.824 -0.001 -0.004 -0.012
Si 3.847 -5.789 6.831 -0.009 0.005 -0.012
Si 7.713 -1.887 6.832 0.008 0.003 -0.02
Si 7.717 1.958 6.817 -0.01 0 -0.019
Si 7.731 -9.601 6.801 -0.018 0.001 -0.018
Si 7.733 -5.768 6.814 -0.003 -0.015 -0.019
Si 11.552 -1.904 6.803 0.001 0.004 -0.023
Si 11.557 1.95 6.786 0.007 -0.014 -0.021
Si 11.559 -9.622 6.771 0.01 0.004 -0.017
Si 11.538 -5.771 6.792 0.001 -0.014 -0.015
Si 15.394 -1.921 6.82 0.008 -0.001 -0.019
Si 15.4 1.928 6.83 -0.01 -0.004 -0.019
Si 15.403 -9.615 6.808 -0.007 0.01 -0.023
Si 15.408 -5.752 6.822 0.007 0.004 -0.013
Si 19.245 -1.924 6.825 0.003 -0.003 -0.012
Si 19.264 1.918 6.828 0.016 0.003 -0.015
Si 19.256 -9.612 6.826 0.004 -0.001 -0.016
Si 19.241 -5.764 6.837 -0.006 0 -0.016
Si 23.117 -1.908 6.823 0 -0.006 -0.015
Si 23.111 1.938 6.83 -0.027 0.002 -0.018
Si 23.133 -9.602 6.82 -0.012 0.007 -0.022
Si 23.135 -5.75 6.842 0.007 -0.007 -0.017
Si 26.957 -1.928 6.809 0.019 0.014 -0.014
Si 26.965 1.929 6.802 0.029 -0.008 -0.021
Si 26.957 -9.634 6.797 0.013 0.008 -0.02
Si 26.934 -5.794 6.819 -0.014 0 -0.015
Si 30.788 -1.952 6.795 -0.004 -0.003 -0.02
Si 30.774 1.926 6.806 -0.019 0.001 -0.014
Si 30.787 5.754 6.804 -0.01 0.021 -0.02
Si 30.795 -5.802 6.821 0.003 0.004 -0.014
Si -26.945 -1.95 6.783 -0.01 0.013 -0.016
Si -26.934 1.909 6.781 0.013 -0.003 -0.022
Si -26.933 5.736 6.79 0.009 0.009 -0.021
Si -26.949 -5.801 6.798 -0.011 -0.01 -0.016
Si -23.112 -1.923 6.779 0.001 -0.001 -0.016
Si -23.122 1.937 6.789 -0.018 0.002 -0.014
Si -23.098 5.767 6.777 -0.007 0.003 -0.02
Si -23.097 -5.781 6.791 0.014 0 -0.013
Si -19.273 -1.926 6.764 0.014 0.008 -0.011
Si -19.263 1.934 6.756 0.02 -0.007 -0.02
Si -19.265 5.752 6.752 0.007 0.003 -0.021
Si -19.283 -5.797 6.774 -0.012 0 -0.014
Si -15.443 -1.93 6.761 0.008 -0.009 -0.014
Si -15.447 1.935 6.766 -0.009 0.002 -0.016
Si -15.434 5.768 6.765 0 0.014 -0.018
Si -15.425 -5.774 6.775 0.011 0.001 -0.015
Si -11.596 -1.916 6.776 -0.023 0.006 -0.011
Si -11.582 1.92 6.769 0.004 -0.002 -0.014
Si -11.577 -9.62 6.771 0.004 -0.001 -0.017
Si -11.592 -5.774 6.781 -0.004 -0.002 -0.011
Si -7.71 -1.9 6.761 0.004 0 -0.02
Si -7.723 1.95 6.767 -0.02 0.001 -0.013
Si -7.7 -9.601 6.755 -0.011 0.01 -0.019
Si -7.703 -5.762 6.766 0.008 -0.012 -0.013
Si -3.854 -1.909 6.783 0.006 0.003 -0.012
Si -3.852 1.944 6.771 0.015 -0.002 -0.023
Si -3.849 -9.624 6.765 0.016 0.011 -0.019
Si -3.872 -5.791 6.784 0.004 -0.011 -0.016
Si 1.921 -1.924 8.195 0.005 0 0.021
Si 1.921 1.929 8.174 -0.006 0.011 0.017
Si 1.926 -9.615 8.175 0.003 0.006 0.009
Si 1.924 -5.789 8.187 -0.006 0.007 0.009
Si 5.778 -1.905 8.191 -0.001 0.013 0.013
Si 5.786 1.95 8.18 -0.007 0.004 0.025
Si 5.793 -9.613 8.164 -0.004 -0.025 0.01
Si 5.788 -5.786 8.167 -0.009 0 0.006
Si 9.636 -1.908 8.184 -0.006 -0.011 0.02
Si 9.642 1.947 8.169 0 -0.009 0.016
Si 9.648 -9.601 8.163 0.003 0.001 0.017
Si 9.638 -5.769 8.185 0.007 -0.001 0.022
Si 13.469 -1.905 8.174 0.001 0.013 0.02
Si 13.471 1.952 8.169 0.016 0.004 0.022
Si 13.472 -9.603 8.154 0 -0.009 0.013
Si 13.468 -5.761 8.156 0.015 0.014 0.007
Si 17.316 -1.922 8.175 -0.014 -0.002 0.017
Si 17.328 1.943 8.175 -0.009 0.007 0.02
Si 17.323 -9.594 8.169 0.011 0.007 0.013
Si 17.32 -5.764 8.189 0.001 0.014 0.01
Si 21.179 -1.912 8.166 -0.002 0.01 0.017
Si 21.182 1.939 8.176 -0.008 -0.003 0.019
Si 21.19 -9.61 8.162 0 -0.028 0.006
Si 21.183 -5.771 8.169 -0.009 0.003 0.002
Si 25.04 -1.932 8.174 -0.01 -0.03 0.019
Si 25.045 1.929 8.169 0 0.003 0.013
Si 25.05 -9.614 8.177 -0.01 0.002 0.017
Si 25.041 -5.777 8.205 0 -0.003 0.022
Si 28.884 -1.938 8.168 0.018 0.017 0.014
Si 28.878 1.914 8.179 0.01 -0.005 0.02
Si 28.876 5.753 8.167 0.005 -0.009 0.023
Si 28.871 -5.798 8.169 0.018 0.005 0.013
Si -28.847 -1.955 8.167 -0.005 -0.011 0.021
Si -28.846 1.917 8.16 -0.002 0.014 0.015
Si -28.843 5.753 8.167 0.006 0.005 0.017
Si -28.844 -5.808 8.186 -0.001 0.01 0.021
Si -25.03 -1.937 8.152 -0.004 0.003 0.019
Si -25.034 1.921 8.162 -0.018 0.005 0.027
Si -25.017 5.746 8.15 -0.004 -0.022 0.015
Si -25.025 -5.805 8.152 -0.009 -0.003 0.012
Si -21.189 -1.939 8.139 -0.003 -0.029 0.015
Si -21.184 1.93 8.131 0.001 0.005 0.016
Si -21.177 5.762 8.135 -0.003 0.005 0.02
Si -21.186 -5.791 8.157 0.005 -0.002 0.022
Si -17.354 -1.923 8.132 0 0.019 0.019
Si -17.351 1.929 8.136 0.013 -0.002 0.021
Si -17.351 5.766 8.126 0.003 -0.01 0.02
Si -17.35 -5.786 8.128 0.019 0.002 0.011
Si -13.521 -1.929 8.122 0.002 0.001 0.018
Si -13.515 1.937 8.117 -0.001 0.003 0.02
Si -13.507 -9.607 8.119 0.004 0.007 0.014
Si -13.509 -5.777 8.138 0 0.016 0.016
Si -9.651 -1.911 8.111 -0.006 0.004 0.012
Si -9.656 1.945 8.12 -0.013 0.004 0.019
Si -9.639 -9.61 8.108 0.001 -0.024 0.012
Si -9.647 -5.778 8.114 -0.008 -0.005 0.008
Si -5.788 -1.919 8.129 -0.009 -0.017 0.013
Si -5.788 1.939 8.122 -0.004 -0.005 0.015
Si -5.779 -9.609 8.122 -0.003 0.002 0.017
Si -5.792 -5.774 8.143 0.002 -0.004 0.013
Si -1.935 -1.922 8.163 0.018 0.012 0.021
Si -1.939 1.926 8.162 0.008 0 0.024
Si -1.931 5.766 8.149 0 -0.012 0.011
Si -1.94 -5.781 8.152 0.01 0.015 0.01
Si 1.924 0.012 9.541 -0.006 0.001 -0.018
Si 1.924 3.856 9.534 0.005 0.014 -0.021
Si 1.924 -7.706 9.556 -0.012 0.011 -0.023
Si 1.927 -3.866 9.533 0.004 -0.019 -0.014
Si 5.769 0.03 9.537 0.013 0.017 -0.02
Si 5.772 3.872 9.546 -0.002 0.007 -0.013
Si 5.778 -7.703 9.544 0.004 -0.011 -0.027
Si 5.772 -3.86 9.524 0.019 -0.001 -0.02
Si 9.631 0.027 9.537 0.01 -0.008 -0.014
Si 9.635 3.873 9.532 -0.008 -0.002 -0.017
Si 9.636 -7.691 9.548 0.003 0.006 -0.012
Si 9.628 -3.842 9.533 0.004 -0.004 -0.012
Si 13.478 0.03 9.52 -0.011 0.005 -0.013
Si 13.478 3.88 9.533 -0.01 -0.006 -0.024
Si 13.475 -7.681 9.524 -0.008 -0.012 -0.026
Si 13.471 -3.842 9.524 -0.014 0 -0.014
Si 17.314 0.013 9.516 0.011 -0.021 -0.02
Si 17.317 3.879 9.525 0.003 0.017 -0.023
Si 17.316 -7.683 9.547 -0.014 0.006 -0.024
Si 17.315 -3.843 9.531 0.007 -0.017 -0.016
Si 21.175 0.015 9.512 0.006 0.018 -0.021
Si 21.172 3.867 9.527 0.002 -0.002 -0.018
Si 21.174 -7.696 9.529 0.005 -0.016 -0.021
Si 21.174 -3.845 9.515 0.008 0.005 -0.014
Si 25.045 -0.001 9.521 0.018 -0.003 -0.014
Si 25.044 3.851 9.53 -0.011 0.01 -0.013
Si 25.04 -7.706 9.553 -0.004 0.012 -0.012
Si 25.038 -3.849 9.537 0.012 -0.008 -0.001
Si 28.908 -0.016 9.524 -0.006 0.007 -0.019
Si 28.895 3.838 9.536 -0.013 -0.005 -0.023
Si 28.888 7.67 9.536 -0.016 -0.008 -0.02
Si 28.887 -3.871 9.522 -0.011 0.007 -0.021
Si -28.841 -0.017 9.515 -0.003 -0.003 -0.024
Si -28.841 3.837 9.532 0.005 0.015 -0.028
Si -28.842 7.659 9.555 -0.004 0.009 -0.027
Si -28.843 -3.883 9.527 0.004 -0.016 -0.017
Si -25.039 -0.01 9.509 0.012 0.015 -0.018
Si -25.032 3.842 9.53 0.006 0.014 -0.024
Si -25.031 7.658 9.526 0.002 -0.016 -0.025
Si -25.032 -3.879 9.506 0.009 -0.003 -0.023
Si -21.188 -0.002 9.491 0.008 -0.002 -0.016
Si -21.182 3.847 9.505 -0.003 0.006 -0.017
Si -21.184 7.67 9.52 -0.002 0.011 -0.017
Si -21.186 -3.864 9.501 0.002 -0.007 -0.008
Si -17.339 0.003 9.484 -0.001 0.012 -0.008
Si -17.339 3.855 9.498 -0.008 0.002 -0.022
Si -17.343 7.682 9.497 -0.008 -0.01 -0.022
Si -17.343 -3.861 9.485 -0.005 -0.002 -0.019
Si -13.515 0.004 9.462 -0.01 -0.022 -0.021
Si -13.507 3.866 9.476 0.005 0.01 -0.024
Si -13.507 -7.698 9.5 -0.01 0.002 -0.027
Si -13.506 -3.853 9.478 0.003 -0.008 -0.015
Si -9.66 0.016 9.463 0.008 0.019 -0.013
Si -9.656 3.871 9.482 0.002 0.014 -0.018
Si -9.654 -7.699 9.484 0.006 -0.02 -0.022
Si -9.655 -3.848 9.463 0.009 -0.003 -0.017
Si -5.787 0.011 9.483 0.012 0.002 -0.011
Si -5.784 3.86 9.488 -0.003 0.007 -0.016
Si -5.788 -7.699 9.504 0.002 0.007 -0.01
Si -5.792 -3.845 9.487 0.012 -0.008 -0.006
Si -1.911 0.002 9.514 -0.013 0.002 -0.018
Si -1.917 3.851 9.517 -0.005 -0.006 -0.02
Si -1.921 7.685 9.516 -0.002 -0.009 -0.018
Si -1.93 -3.857 9.509 -0.018 0.01 -0.017
Si 0.006 0.009 10.899 -0.003 0.001 0.018
Si 0.005 3.863 10.898 0.01 0 0.015
Si -0.008 -7.71 10.907 0.009 0.005 0.011
Si 0 -3.872 10.88 0.01 -0.005 0.005
Si 3.846 0.03 10.905 0.001 -0.001 0.017
Si 3.837 3.871 10.906 -0.015 0.012 0.017
Si 3.852 -7.709 10.918 -0.015 -0.015 0.012
Si 3.846 -3.879 10.894 -0.014 0.012 0.008
Si 7.688 0.041 10.886 -0.009 -0.012 0.017
Si 7.704 3.883 10.891 0.005 0.003 0.018
Si 7.7 -7.7 10.908 0.009 -0.006 0.018
Si 7.693 -3.864 10.88 0 -0.001 0.011
Si 11.565 0.041 10.882 0.01 0.002 0.015
Si 11.557 3.887 10.895 0 0.001 0.015
Si 11.566 -7.678 10.904 0.003 0.005 0.019
Si 11.551 -3.844 10.887 -0.009 -0.009 0.017
Si 15.398 0.035 10.883 -0.008 0.007 0.02
Si 15.403 3.912 10.897 0.012 -0.002 0.018
Si 15.389 -7.677 10.905 0.015 0.009 0.015
Si 15.398 -3.847 10.89 0.018 -0.002 0.005
Si 19.244 0.021 10.853 -0.001 -0.006 0.009
Si 19.237 3.889 10.875 -0.003 -0.002 0.012
Si 19.248 -7.688 10.893 -0.011 -0.002 0.015
Si 19.243 -3.845 10.868 -0.017 0.008 0.008
Si 23.098 0.013 10.855 -0.019 -0.01 0.01
Si 23.104 3.857 10.865 -0.007 -0.004 0.013
Si 23.096 -7.709 10.887 0.012 -0.004 0.017
Si 23.097 -3.855 10.865 0.003 -0.002 0.011
Si 26.987 -0.018 10.859 0.014 -0.006 0.01
Si 26.976 3.839 10.88 0.002 -0.003 0.015
Si 26.977 -7.712 10.897 0 0.002 0.016
Si 26.969 -3.862 10.875 -0.01 -0.001 0.016
Si 30.817 -0.018 10.911 -0.008 -0.005 0.023
Si 30.81 3.84 10.918 0.004 0 0.02
Si 30.794 7.654 10.93 0.007 0.005 0.016
Si 30.803 -3.895 10.902 0.014 0.002 0.013
Si -26.94 -0.018 10.901 -0.001 0 0.022
Si -26.942 3.852 10.917 -0.009 0.002 0.022
Si -26.931 7.651 10.93 -0.009 -0.006 0.018
Si -26.938 -3.898 10.897 -0.016 0.006 0.018
Si -23.119 -0.001 10.855 -0.014 -0.01 0.02
Si -23.104 3.839 10.871 -0.008 0 0.021
Si -23.113 7.651 10.884 0.013 -0.005 0.019
Si -23.112 -3.888 10.857 0.005 0 0.014
Si -19.253 0.004 10.841 0.014 -0.001 0.012
Si -19.255 3.853 10.862 0.007 -0.003 0.015
Si -19.252 7.678 10.872 0.004 0.003 0.019
Si -19.261 -3.87 10.85 -0.007 0.003 0.018
Si -15.415 0.003 10.842 -0.002 0.005 0.021
Si -15.412 3.881 10.857 0.006 -0.009 0.015
Si -15.425 7.684 10.869 0.012 0.006 0.014
Si -15.414 -3.863 10.847 0.02 0.002 0.008
Si -11.592 0.008 10.813 -0.013 0.003 0.012
Si -11.591 3.887 10.835 -0.006 -0.008 0.013
Si -11.58 -7.7 10.854 -0.006 0.005 0.015
Si -11.584 -3.857 10.827 -0.02 0.005 0.014
Si -7.738 0.022 10.815 -0.015 -0.011 0.018
Si -7.724 3.868 10.828 -0.006 -0.005 0.013
Si -7.732 -7.704 10.846 0.01 0 0.019
Si -7.734 -3.852 10.823 -0.002 -0.005 0.01
Si -3.845 0 10.833 0.018 -0.002 0.011
Si -3.85 3.85 10.847 -0.005 -0.004 0.011
Si -3.85 -7.699 10.858 -0.002 0.008 0.015
Si -3.864 -3.85 10.842 -0.006 -0.009 0.015
O 13.533 -0.122 -0.483 0.065 -0.076 -0.026
O 11.117 -0.159 -1.468 -0.204 -0.417 -0.19
O 11.255 -6.633 -1.704 -0.542 0.549 -0.223
O -1.59 -7.983 -1.907 -0.146 -0.555 0.702
O -1.765 -3.237 -3.32 0.077 -0.198 -0.017
O -3.207 -3.507 -1.159 -0.027 0.294 -0.207
O 2.118 -0.341 -3.319 0.006 -0.032 -0.44
O 0.578 -0.465 -1.236 0.25 -0.505 -0.021
O -0.11 3.665 -1.548 -0.059 0.077 -0.273
O 0.151 1.423 -2.958 -0.398 -0.038 -0.065
O 0.917 -8.061 -1.469 0.255 -0.038 -0.472
O 14.768 -4.159 -1.22 0.187 -0.334 -0.348
O 1.869 -3.828 -0.393 -0.052 -0.242 -0.075
O 3.799 0.179 -1.33 -0.662 0.311 -0.045
O 5.53 3.881 -0.229 -0.039 0.063 -0.26
O 2.974 3.918 -0.896 -0.612 0.031 0.053
O 3.963 -7.854 -1.184 0.165 0.288 -0.231
O 5.879 -9.201 -2.444 -0.064 -0.429 -0.047
O 4.334 -3.782 -1.282 0.435 -0.31 -0.246
O 5.78 -3.875 -3.477 -0.303 -0.366 -0.692
O 7.434 -0.16 -1.471 0.231 -0.419 -0.427
O 9.283 1.449 -2.45 -0.205 0.81 0.126
O 7.707 3.752 -1.479 -0.124 -0.456 -0.438
O 10.213 4.245 -1.447 0.029 0.275 0.691
O 7.157 -7.254 -1.264 -0.239 0.511 -0.112
O 9.501 -7.545 -0.107 -0.055 -0.429 0.088
O 7.384 -3.947 -1.437 -0.459 -0.155 -0.082
O -5.696 -3.843 -0.347 0 -0.04 -0.554
O 11.9 -8.531 0.093 0.093 -0.178 -0.217
O -0.977 -5.349 18.917 0.102 -0.202 0.274
O 4.859 -9.405 19.106 -0.188 0.408 0.394
O 6.271 -6.334 20.378 -0.242 -0.131 0.048
O 11.692 -4.921 19.07 -0.546 0.279 0.201
O 9.434 -5.694 18.173 -0.01 -0.097 0.444
O -4.033 -0.335 -6.817 -0.588 0.248 -0.11
O -3.486 2.169 -2.431 0.68 -0.238 -0.261
O -3.941 4.487 -3.454 0.47 0.061 -0.545
O 12.087 -7.307 -4.153 -0.032 -0.183 -0.183
O -1.509 5.369 -5.849 -0.172 0.093 0.206
O 13.001 -5.112 -2.994 0.233 0.229 -0.876
O -0.127 -9.348 -3.588 -0.171 -0.324 0.169
O 1.916 -8.865 -7.882 0.566 -0.003 -0.364
O 1.492 -5.303 -5.155 -0.055 0.333 -0.156
O -5.28 -1.826 -5.129 0.117 -0.548 -0.068
O 4.314 -1.77 -3.011 -0.102 0.062 -0.292
O 4.517 3.214 -2.9 0.307 0.115 0.04
O 3.369 5.589 -2.906 -0.494 0.172 -0.468
O 7.444 -7.714 -3.948 -0.639 -0.304 -0.446
O 3.986 -5.731 -5.598 0.377 0.204 -0.197
O 0.363 -4.265 -7.665 0.269 -0.122 0.402
O 6.65 -1.173 24.927 -0.133 0.178 0.452
O 4.311 -4.045 -8.108 -0.48 -0.117 -0.025
O 8.106 -0.173 -4.07 -0.281 0.113 -0.221
O 9.079 4.283 -3.802 -0.437 -0.118 -0.296
O 7.84 5.589 23.535 -0.241 0.299 0.095
O 8.512 -9.244 -2.113 0.45 0.307 0.238
O 10.383 3.614 -5.872 0.338 -0.209 0.048
O 8.129 -2.682 -3.627 0.228 0.134 0.262
O 8.008 -5.223 -3.725 0.317 -0.01 0.133
O -2.177 -3.185 19.887 0.036 -0.012 0.561
O -2.207 4.761 20.337 0.281 0.044 0.258
O 11.96 -4.28 24.631 0.559 -0.087 0.147
O 5.991 3.653 19.534 0.183 0.178 -0.039
O 1.942 2.504 20.264 -0.044 0.033 0.354
O 1.63 5.154 20.399 -0.36 0.182 0.029
O 3.533 3.981 21.731 0.273 0.05 -0.414
O 1.858 -7.698 19.577 -0.134 0.08 0.465
O 1.943 -5.201 20.414 -0.117 -0.122 0.322
O 1.938 -2.56 20.378 -0.229 0.157 0.287
O 1.944 -0.058 19.537 -0.302 0.113 0.281
O 5.982 1.184 20.309 -0.186 0.144 0.065
O 6.801 5.647 21.003 0.204 0.551 0.559
O 8.651 -7.138 21.285 -0.061 0.198 0.303
O 12.243 5.726 -7.877 -0.192 -0.354 -0.105
O 9.257 -2.641 21.538 -0.019 -0.313 -0.297
O 5.775 -1.428 20.342 -0.151 -0.098 0.456
O 11.297 3.65 21.387 0.057 0.071 0.627
O 9.017 -0.565 24.006 -0.414 0.473 0.107
O 9.599 2.194 20.067 -0.398 -0.193 0.473
O 7.705 -4.697 21.777 0.051 0.194 -0.111
O -2.818 -8.948 23.994 -0.103 -0.418 0.328
O 5.888 -3.859 19.418 0.091 0.109 0.463
O -2.207 2.117 20.394 0.377 0.002 0.179
O 0.966 3.554 22.399 0.037 -0.278 0.335
O -1.719 3.421 22.571 -0.138 -0.114 0.249
O 5.978 3.934 22.786 0.073 -0.368 0.17
O 9.983 -4.715 22.999 0.201 0.014 -0.264
O 4.806 -4.979 23.956 -0.026 -0.151 0.067
O 11.527 -7.424 -6.724 0.369 0.32 0.144
O 4.02 2.521 23.802 -0.041 -0.204 -0.517
O 9.901 -8.607 -8.444 -0.009 0.218 -0.305
O 6.62 -6.71 23.001 0.011 0.059 0.301
O 7.957 2.451 -6.386 0.093 -0.216 0.114
O 6.209 0.477 -6.329 -0.015 -0.006 0.407
O 11.243 -1.848 23.898 -0.114 -0.302 -0.282
O 10.533 -0.357 21.857 0.327 0.366 0.004
O -2.219 -8.007 19.805 -0.092 0.323 -0.176
O -0.597 -7.697 24.771 -0.465 0.343 0.484
O -1.955 -1.437 -8.174 0.481 0.138 -0.072
O -0.396 5.492 23.437 0.511 0.182 -0.002
O 8.049 -0.293 21.046 0.044 0.187 -0.057
O 5.574 2.707 -5.215 0.02 0.558 0.12
O 6.651 -0.903 -8.459 -0.561 -0.172 -0.202
O 0.788 -2.29 24.094 0.116 0.552 -0.309
O 13.626 -2.726 23.242 -0.049 0.279 -0.674
O 7.373 -8.318 -7.834 -0.438 -0.158 -0.02
O 9.69 -6.742 -4.972 0.206 0.501 -0.317
O 2.992 -3.883 22.413 0.08 -0.136 0.044
O -0.393 -2.906 -5.529 0.362 0.19 -0.201
O 6.715 1.794 -3.047 0.139 0.357 0.205
O 15.213 3.305 24.646 0.412 0.18 0.051
O 2.934 -8.242 -5.557 -0.277 -0.341 0.13
O 1.919 3.383 -3.207 -0.11 -0.064 -0.469
O 9.871 2.536 -8.187 0.521 0.23 -0.199
O 8.103 -3.068 23.855 -0.167 -0.533 0.264
O -1.286 -7.719 22.247 0.726 0.149 -0.016
O -2.052 1.142 -7.547 0.539 -0.058 0.646
O 5.988 -0.081 22.592 0.175 0.47 0.246
O 5.004 -2.402 23.279 0.418 -0.044 -0.281
O -0.425 -4.57 24.534 -0.481 -0.428 -0.118
O -0.992 -5.495 -5.679 -0.725 -0.085 0.514
O 5.39 -7.866 -6.19 0.108 -0.691 -0.318
O -0.39 -1.022 -3.677 -0.076 0.169 -0.165
O 0.358 -3.86 22.048 -0.428 -0.351 -0.065
O 0.041 -6.746 -3.566 0.105 0.686 -0.087
O -3.879 -7.86 21.85 -0.321 -0.148 -0.195
O -0.649 -9.276 -8.285 -0.283 0.273 -0.186
O 4.44 0.736 -3.819 -0.048 -0.093 -0.538
O 11.344 -6.777 23.805 0.325 0.048 -0.392
O 3.176 -3.067 24.933 0.29 0.104 0.23
O 8.567 4.756 -7.396 -0.265 0.072 0.302
O -0.449 3.591 -4.217 -0.554 -0.318 -0.354
O 7.631 -1.731 -6.104 -0.034 -0.317 -0.386
O -1.341 3.643 -7.811 0.413 -0.094 0.057
O 4.264 -0.091 24.471 -0.341 -0.281 0.02
O 11.27 0.835 24.099 0.209 0.402 -0.303
O 5.743 -6.3 -8.269 0.03 -0.198 -0.297
O 3.194 -4.097 -3.63 -0.448 -0.054 0.312
O 4.498 -7.639 24.143 0.181 0.002 -0.308
O 5.697 2.633 -7.798 0.188 0.009 -0.012
O 9.88 -8.701 24.922 0.145 0.238 0.459
O 10.36 -8.84 22.398 -0.049 -0.644 0.048
O 5.076 -1.911 -6.642 -0.011 -0.199 0.496
O 3.072 -1.732 -8.317 -0.042 0.517 0.254
O 2.942 -3.299 -6.103 -0.37 0.169 -0.051
O 4.436 -7.446 -3.684 -0.211 0.279 0.144
O -2.202 -3.855 -7.243 -0.459 -0.077 -0.048
O 0.477 -7.615 -6.034 -0.323 -0.171 -0.316
O 27.048 -0.206 -1.504 -0.323 -0.278 -0.295
O 26.515 -7.436 -1.534 -0.208 0 -0.318
O 13.646 -7.466 -2.049 0.01 -0.344 0.269
O 13.683 -2.588 -2.98 -0.078 0.226 0.056
O 17.715 -0.419 -3.339 0.032 -0.131 -0.28
O 15.965 -0.48 -1.375 0.302 -0.308 -0.054
O 15.579 3.711 -1.469 0.058 0.187 -0.252
O 15.979 1.549 -2.964 -0.29 -0.006 0.08
O 16.069 -8.096 -1.403 0.304 -0.092 -0.399
O 30.078 -4.28 -1.142 0.249 -0.483 -0.168
O 17.265 -3.842 -0.392 -0.188 0.042 -0.072
O 19.258 0.229 -1.319 -0.338 0.359 -0.184
O 18.765 4.109 -0.857 -0.735 0.101 0.083
O 19.243 -7.773 -1.342 0.058 -0.002 -0.146
O 21.595 -8.76 -1.921 -0.198 -0.318 0.504
O 19.684 -3.892 -1.334 0.446 -0.299 -0.108
O 21.197 -4.031 -3.46 -0.083 -0.328 -0.551
O 22.879 -0.066 -1.428 -0.232 -0.491 -0.198
O 24.958 1.099 -2.524 -0.256 0.418 -0.153
O 22.629 3.877 -1.442 -0.218 -0.144 -0.31
O 25.215 3.628 -1.452 -0.105 -0.419 0.59
O 22.725 -4.027 -1.374 -0.367 -0.137 -0.131
O 12.202 -3.55 -1.075 0.008 0.198 -0.169
O 14.186 -5.134 18.549 -0.082 0.054 0.229
O 22.458 -5.734 18.764 0.154 0.09 0.412
O 20.881 -5.736 20.804 -0.617 -0.069 0.414
O 27.456 -5.447 18.83 -0.141 -0.099 0.451
O 24.988 -5.749 18.046 0.028 0.077 0.347
O 11.787 2.185 -2.355 0.467 -0.121 -0.095
O 27.642 -7.735 -3.963 0.588 0.152 -0.213
O -22.838 2.299 -6.346 0.33 -0.324 0.534
O 28.192 -5.592 -2.521 -0.244 0.041 -0.412
O 16.511 5.443 -5.492 0.286 -0.545 0.171
O 17.377 -8.949 -7.779 0.555 -0.017 -0.196
O 16.838 -5.045 -5.146 -0.206 0.35 -0.042
O 12.764 -1.296 -5.016 -0.191 -0.117 0.063
O 19.961 -1.772 -2.867 0.389 0.007 0.082
O 20.172 2.998 -2.646 0.285 0.256 0.341
O 19.433 5.528 -2.979 -0.017 -0.011 -0.627
O 23.212 -6.563 -5.762 0.028 0.215 -0.088
O 19.345 -5.733 -5.487 0.223 0.408 -0.004
O 12.964 -3.897 -7.134 -0.537 -0.21 0.245
O 21.969 -0.89 24.816 -0.02 0.433 0.391
O 20.299 -3.573 -8.327 0.056 -0.144 0.008
O 24.092 4.323 -3.751 -0.619 -0.233 -0.518
O 23.501 4.864 24.272 -0.118 -0.399 0.355
O 24.163 -9.408 -1.832 0.334 0.055 0.243
O 25.532 3.768 -5.773 0.4 -0.341 -0.063
O 23.252 -2.398 -3.366 -0.113 0.266 -0.02
O 23.681 -4.872 -3.761 0.282 -0.06 -0.314
O 13.464 4.659 20.225 0.284 -0.103 0.018
O 27.232 -4.052 24.809 -0.046 -0.253 0.301
O 21.351 3.948 19.409 0.359 0.036 0.495
O 17.434 2.569 20.308 0.112 -0.095 0.269
O 17.207 5.224 20.36 -0.314 0.141 0.413
O 18.98 4.053 21.85 0.325 0.015 -0.239
O 17.336 -7.639 19.534 -0.427 0.088 0.262
O 17.332 -5.15 20.435 -0.063 -0.038 0.408
O 17.382 -2.514 20.34 0.102 -0.048 0.586
O 17.392 0.012 19.56 0.104 -0.006 0.262
O 23.338 -0.408 21.085 0.01 -0.035 0.17
O 21.771 -8.79 19.951 -0.308 0.354 0.26
O 23.208 -6.924 21.259 0.47 0.195 -0.098
O 27.696 5.532 -7.619 -0.398 -0.57 -0.387
O 24.573 -2.69 21.707 -0.053 -0.337 -0.355
O 20.998 -1.015 20.091 -0.618 0.004 0.202
O 26.627 3.414 21.583 -0.044 -0.19 0.677
O 24.403 -0.365 24.001 -0.4 0.475 -0.028
O 24.991 1.765 20.302 -0.286 -0.117 0.14
O 24.911 4.259 19.757 -0.006 -0.149 -0.196
O 22.781 -4.517 22.217 -0.21 0.42 0.108
O 12.372 -9.131 24.144 -0.05 -0.406 0.343
O 21.091 -3.567 19.45 0.066 0.077 0.014
O 13.141 1.981 20.361 -0.218 -0.195 0.398
O 16.38 3.722 22.368 0.078 -0.138 0.181
O 24.489 -8.556 19.823 0.214 0.611 0.031
O 21.42 4.153 22.856 -0.076 -0.09 -0.326
O 13.716 3.315 22.473 -0.204 -0.359 0.339
O 23.207 -9.466 21.961 0.496 0.018 0.351
O 25.203 -4.743 23.25 0.058 -0.217 -0.315
O 20.135 -4.719 24.205 0.039 0.139 0.362
O 26.972 -7.578 -6.57 0.221 0.505 -0.022
O 19.477 2.814 24.059 -0.365 -0.099 -0.03
O 25.402 -8.776 -8.35 -0.005 0.079 -0.299
O 21.538 -6.663 23.163 0.151 -0.537 0.087
O 23.209 2.54 -6.452 0.168 -0.369 0.254
O 21.249 0.8 -6.58 -0.608 0.077 -0.306
O 26.651 -1.689 23.925 -0.202 -0.226 0.381
O -6.859 3.394 22.056 -0.17 -0.069 0.464
O 13.591 -8.016 19.821 0.501 0.248 -0.114
O 14.574 -7.771 24.799 -0.305 -0.042 0.346
O 13.211 -1.5 -8.102 0.401 -0.04 0.013
O 14.774 5.546 23.273 0.531 0.136 0.027
O 29.403 5.308 -5.595 -0.485 0.311 0.47
O 20.959 2.859 -5.077 -0.004 0.723 -0.037
O 22.14 -0.969 -8.23 -0.404 -0.151 0.122
O 16.082 -2.2 24.128 0.135 0.62 -0.135
O 29.051 -2.689 23.386 0.031 0.431 -0.514
O 22.927 -8.022 -7.973 -0.287 0.045 -0.257
O 25.499 -6.52 -4.609 0.249 0.681 -0.113
O 18.398 -3.803 22.432 0.305 -0.15 0.048
O 14.746 -2.92 -5.403 0.577 0.087 0.006
O 22.466 1.725 -3.273 0.218 0.22 -0.313
O 30.722 3.009 24.755 0.349 0.127 0.087
O 18.568 -8.292 -5.543 0.075 -0.236 -0.061
O 14.915 -9.211 -3.509 -0.292 -0.194 0.287
O 17.613 3.612 -3.151 0.058 0.048 -0.4
O 25.234 2.756 -8.122 0.834 -0.218 0.155
O 23.362 -7.36 -3.241 -0.274 0.05 -0.01
O 23.558 -2.884 24.134 -0.463 -0.125 0.336
O 13.549 -7.674 22.359 0.421 0.383 0.119
O 13.343 1.135 -7.582 0.295 0.025 0.76
O 25.581 -9.122 -4.964 -0.453 0.096 -0.393
O 21.23 0.125 22.471 -0.213 0.474 0.12
O 17.16 -8.328 24.415 -0.085 0.108 -0.486
O 15.529 -4.287 -7.549 0.65 0.014 0.311
O 20.346 -2.221 23.235 0.095 -0.115 -0.453
O 14.95 -4.526 24.511 -0.738 -0.311 -0.008
O 14.355 -5.542 -5.585 -0.472 -0.245 0.267
O 20.913 -7.542 -6.415 -0.141 -0.59 -0.234
O 15.185 -0.741 -3.96 0.184 0.054 -0.389
O 15.783 -3.764 22.045 -0.42 -0.157 -0.182
O 15.654 -6.698 -3.563 0.088 0.276 0.093
O 13.354 -5.516 20.946 0.236 -0.092 0.411
O 10.062 -1.721 -5.069 0.097 -0.534 -0.239
O 14.769 -9.171 -8.168 -0.184 0.406 -0.068
O 20.11 0.655 -3.782 -0.052 -0.259 -0.454
O 26.994 -6.534 24.036 0.617 0.077 0.236
O 18.519 -2.815 24.918 0.28 0.063 0.415
O 23.724 4.876 -7.398 -0.399 0.141 0.342
O 15.15 3.698 -4.1 -0.391 -0.351 -0.324
O 25.248 -1.514 -4.807 0.218 -0.502 -0.102
O 13.966 3.71 -7.76 0.357 -0.129 0.325
O 19.565 0.112 24.381 -0.397 -0.215 0.03
O 11.323 -7.157 20.78 0.017 0.545 -0.422
O 26.676 0.974 24.046 -0.194 0.193 -0.292
O 22.055 -5.513 -7.815 0.375 0.448 0.006
O 18.621 -3.836 -3.774 -0.126 -0.155 0.163
O 19.503 -7.284 24.581 -0.372 0.106 0.266
O -19.745 -0.084 -1.488 -0.166 -0.407 -0.274
O 20.884 3.186 -7.637 -0.238 0.302 0.16
O 13.329 -2.948 19.883 0.458 0.091 0.663
O 25.404 -8.694 23.894 -0.141 -0.122 -0.597
O 27.074 -7.792 21.838 -0.495 -0.051 -0.317
O 20.404 -1.706 -6.447 -0.234 0.123 0.751
O 18.493 -1.596 -8.228 0.201 0.249 0.336
O 18.48 -3.456 -6.404 -0.244 -0.216 -0.217
O 20.268 -7.495 -3.783 0.168 0.608 0.11
O -13.577 -8.376 24.466 -0.202 -0.226 -0.697
O 16.128 -7.425 -6.055 -0.034 -0.01 -0.124
O -17.351 -0.115 -0.465 0.252 -0.204 -0.406
O 30.103 -0.805 -3.881 0.236 0.335 -0.103
O -19.649 -7.481 -1.567 -0.101 0.006 -0.513
O 29.038 -7.962 -1.772 -0.14 -0.192 0.343
O 29.108 -3.195 -3.227 0.171 0.085 0.025
O 27.559 -3.502 -1.147 -0.053 0.38 -0.207
O 32.65 -0.601 -3.299 0.013 -0.019 -0.525
O 30.751 -0.585 -1.357 0.084 -0.277 0.124
O 30.469 3.645 -1.457 -0.184 0 -0.277
O 31.132 1.461 -2.84 -0.037 -0.01 -0.071
O -16.076 -4.162 -1.258 0.12 -0.265 -0.269
O 32.593 -3.817 -0.422 -0.061 0.021 -0.4
O -27.608 0.164 -1.212 -0.36 0.275 -0.115
O -25.167 -0.058 -0.341 -0.103 0.014 -0.43
O -24.882 -8.666 -1.749 0.052 -0.421 0.1
O -26.445 -3.727 -1.24 0.73 -0.141 0.106
O -25.036 -3.711 -3.459 -0.023 -0.022 -0.844
O -22.872 -0.199 -1.462 0.456 -0.327 -0.205
O -21.47 1.582 -2.65 -0.016 0.62 0.104
O -23.504 3.888 -1.545 -0.212 -0.061 -0.195
O -20.911 4.02 -1.447 -0.08 -0.261 0.664
O -23.464 -4.024 -1.44 -0.483 -0.063 -0.134
O 25.077 -3.745 -0.352 -0.045 0.013 -0.588
O -25.863 -9.477 19.227 0.079 0.114 0.456
O -24.447 -6.329 20.445 -0.209 -0.464 0.306
O -21.253 -5.733 18.169 -0.077 -0.046 0.635
O 13.886 5.378 -5.802 -0.367 0.02 0.108
O 26.898 0.372 -4.154 -0.145 0.466 -0.223
O 27.325 2.21 -2.391 0.518 0.019 0.218
O 26.709 4.52 -3.39 0.529 0.408 -0.253
O -18.693 -7.625 -4.032 0.185 0.049 -0.439
O -19.359 4.545 -3.461 0.562 0.342 -0.429
O -17.991 -5.591 -2.493 -0.067 0.122 -0.162
O 32.011 5.357 -5.491 0.396 -0.521 -0.035
O -28.834 -8.763 -7.696 0.528 0.165 -0.242
O 32.28 -5.307 -4.927 0.144 0.159 0.265
O 27.917 -1.832 -5.026 -0.034 -0.407 0.013
O -26.494 -1.613 -2.842 0.704 0.211 0.12
O -26.124 3.353 -2.883 0.515 0.128 -0.419
O -27.248 5.676 -2.444 -0.233 -0.01 -0.342
O -23.396 -7.235 -3.377 -0.428 0.198 -0.481
O -26.722 -5.655 -5.327 0.427 0.285 -0.193
O -28.803 -8.281 24.441 -0.024 -0.208 -0.64
O -24.114 -1.145 25.03 -0.091 0.138 0.466
O -26.441 -4.089 -8.107 0.006 -0.29 -0.097
O -22.667 -0.034 -4.196 -0.081 0.337 -0.427
O -20.479 3.56 -5.785 0.336 -0.415 0.173
O -22.807 5.369 23.637 0.213 0.287 0.058
O -22.307 -9.269 -2.211 0.272 0.087 0.04
O -20.902 2.469 -8.114 0.681 -0.484 0.14
O -22.745 -2.401 -3.408 0.393 0.47 0.486
O -22.693 -4.847 -3.907 0.384 0.158 -0.184
O 28.824 -0.454 19.555 -0.148 -0.02 0.299
O 28.642 4.611 20.325 0.215 -0.005 0.13
O -18.896 -4.312 24.751 0.402 -0.187 0.226
O -24.735 3.576 19.576 -0.325 -0.02 0.374
O -28.792 2.487 20.293 0.064 0.115 0.091
O 32.461 5.137 20.465 0.17 0.186 0.294
O -27.23 3.913 21.831 0.37 0.108 -0.369
O 32.593 -7.713 19.632 0.191 -0.116 0.218
O 32.688 -5.231 20.559 0.2 0.172 0.328
O -28.819 -2.601 20.409 0.016 0.063 0.254
O -28.788 -0.087 19.594 0.194 0.01 0.448
O -24.727 1.111 20.355 0.19 0.03 0.418
O -23.821 5.487 21.059 0.08 0.356 0.224
O -11.413 5.39 23.997 0.027 0.116 0.026
O -16.696 5.437 -5.643 -0.114 0.127 -0.039
O -21.429 -2.738 21.641 0.218 -0.251 -0.259
O -25.054 -1.482 20.387 -0.738 -0.054 0.085
O -19.547 3.408 21.612 0.037 -0.239 0.264
O -21.755 -0.536 24.151 -0.419 0.334 -0.106
O -21.143 1.756 20.3 -0.112 -0.121 0.311
O -21.121 4.257 19.701 -0.29 -0.239 -0.136
O -23.21 -4.6 21.964 -0.354 0.327 -0.029
O 27.99 -8.966 23.996 -0.115 -0.592 0.27
O -24.849 -3.896 19.437 -0.414 -0.101 0.221
O 28.604 1.981 20.486 0.092 -0.117 0.281
O 31.745 3.514 22.424 0.07 -0.173 0.381
O -20.956 -8.498 19.905 0.164 0.211 -0.055
O -7.687 -9.532 21.938 0.109 0.149 0.267
O 29.08 3.357 22.63 -0.05 -0.517 0.415
O -15.347 -9.257 -3.336 0.333 -0.284 0.144
O -20.868 -4.815 23.126 0.348 -0.096 -0.415
O -26.015 -4.991 24.093 -0.103 0.084 0.06
O -19.429 -7.356 -6.573 0.29 0.57 -0.338
O -26.781 2.535 23.984 -0.262 -0.177 -0.208
O -20.918 -8.683 -8.284 -0.024 0.261 -0.369
O -24.273 -6.724 23.066 0.221 -0.25 0.19
O -24.813 3.896 22.892 -0.039 -0.499 0.344
O -24.68 0.386 -6.265 -0.366 -0.081 0.505
O -19.561 -1.864 24.017 -0.273 -0.227 0.152
O -20.267 -0.411 21.962 0.454 0.51 -0.042
O 28.722 -8.163 19.814 0.246 0.624 -0.407
O 30.161 -7.744 24.84 -0.327 0.345 0.154
O 28.741 -1.493 -8.03 0.371 0.136 0.134
O 30.396 5.355 23.665 0.675 0.298 0.203
O -22.759 -0.479 21.164 0.069 0.264 0.039
O -25.166 2.574 -5.077 -0.257 0.827 -0.216
O -24.214 -0.995 -8.366 -0.515 -0.203 -0.219
O 31.532 -2.261 24.293 0.017 0.557 -0.198
O -17.218 -2.81 23.305 0.09 -0.053 -0.677
O -23.478 -8.434 -7.646 -0.439 -0.254 -0.027
O -21.054 -6.745 -4.554 0.264 0.245 0.29
O -27.769 -3.855 22.506 0.203 -0.151 0.036
O 30.284 -2.864 -5.524 0.356 0.228 -0.175
O -24.199 1.573 -2.847 0.031 0.016 0.377
O -15.636 3.268 24.769 0.337 -0.093 0.188
O -27.799 -8.097 -5.364 0.221 -0.19 -0.013
O 30.713 -9.297 -3.288 0.315 -0.351 -0.054
O -28.678 3.437 -2.392 -0.015 0.017 0.134
O 7.414 -6.246 -6.154 -0.04 0.286 -0.012
O -4.278 -0.116 -1.481 -0.294 -0.403 -0.166
O -22.629 -3.037 23.983 -0.479 -0.179 -0.064
O 29.656 -7.899 22.269 0.296 -0.073 -0.181
O 28.655 1.084 -7.396 0.148 0.148 0.761
O -20.529 -9.25 -5.139 -0.189 -0.014 -0.317
O -24.845 -0.123 22.652 -0.16 0.524 0.123
O 1.993 -8.255 24.319 -0.195 -0.206 -0.453
O 31.084 -4.387 -7.541 0.733 -0.03 0.175
O -25.806 -2.397 23.464 -0.066 0.004 -0.102
O 30.336 -4.568 24.619 -0.53 -0.193 -0.16
O 29.777 -5.469 -5.43 -0.564 -0.163 0.012
O -26.445 -7.333 -3.329 0.246 0.456 0.188
O -2.585 -1.573 -5.085 0.359 -0.128 -0.433
O 31.162 -3.785 22.175 -0.524 -0.322 -0.294
O 30.836 -6.725 -3.29 0.202 0.385 -0.017
O 28.846 -5.815 20.907 0.035 0.074 0.817
O 11.708 4.447 -3.567 0.559 0.36 -0.39
O 30.184 -9.318 -8.038 -0.135 0.293 0.039
O -26.655 0.876 -3.595 0.118 -0.084 -0.164
O -19.404 -6.83 24.02 0.319 0.074 0.306
O 11.072 0.456 -4.136 0.259 0.441 -0.321
O -22.293 4.637 -7.336 -0.241 -0.008 0.125
O 30.745 3.629 -4.048 0.001 -0.56 -0.47
O -23.205 -1.807 -6.023 0.334 -0.543 -0.31
O 29.506 3.565 -7.57 0.186 -0.034 0.332
O -26.456 -0.043 24.645 -0.479 -0.33 -0.1
O -4.104 0.938 24.004 0.086 0.391 -0.315
O -19.519 0.834 24.191 0.344 0.352 -0.436
O -25.044 -6.363 -7.985 -0.314 -0.305 -0.254
O -27.634 -3.881 -3.564 -0.37 0.041 0.157
O -26.318 -7.651 24.332 0.005 0.261 -0.269
O 26.631 -0.402 -6.749 -0.505 0.13 -0.317
O -25.119 2.629 -7.652 -0.099 0.328 0.109
O 28.896 -3.372 19.722 0.421 -0.166 0.193
O -20.811 -8.884 25.027 0.101 0.271 0.404
O -20.384 -8.756 22.479 -0.25 -0.6 -0.068
O -25.742 -2.034 -6.518 -0.303 -0.182 0.562
O -27.67 -1.75 -8.246 0.129 0.503 0.296
O -27.914 -3.394 -6.125 -0.593 0.035 -0.054
O 25.864 -0.379 21.843 0.505 0.466 -0.056
O 28.524 -3.966 -7.157 -0.739 -0.178 0.122
O 31.248 -7.571 -5.801 -0.341 -0.026 -0.32
O -1.889 -0.128 -0.439 0.038 0.021 -0.49
O -9.42 4.015 22.815 -0.09 -0.357 -0.074
O -4.054 -7.51 -1.554 -0.252 0.047 -0.302
O -17.13 -7.982 -1.941 -0.084 -0.339 0.206
O -17.272 -3.201 -3.33 -0.165 -0.083 -0.119
O -18.617 -3.488 -1.127 -0.058 0.716 -0.287
O -13.339 -0.521 -3.426 0.001 -0.158 -0.344
O -14.908 -0.525 -1.296 0.269 -0.248 0.028
O -15.676 3.622 -1.513 -0.306 0.172 -0.231
O -15.074 1.439 -2.954 -0.416 0.038 0.101
O -0.645 -4.152 -1.18 0.125 -0.054 -0.328
O -13.588 -3.833 -0.461 -0.195 0.101 -0.511
O -12.063 0.268 -1.323 -0.76 0.424 -0.079
O -9.712 -0.018 -0.312 -0.041 -0.249 -0.066
O -11.407 -7.677 -1.307 -0.079 0.129 -0.322
O -9.413 -9.207 -2.303 0.028 -0.331 0.257
O -11.12 -3.83 -1.34 0.198 0.011 0.023
O -9.597 -3.787 -3.476 -0.224 -0.214 -0.678
O -7.395 -0.16 -1.393 0.364 -0.443 -0.144
O -5.972 1.49 -2.771 -0.063 0.661 0.165
O -8.029 3.73 -1.469 -0.154 -0.389 -0.588
O -5.419 3.827 -1.406 -0.164 -0.414 0.39
O -8.123 -7.242 -1.219 0.113 0.559 -0.287
O -5.896 -7.585 0.122 0.085 -0.356 -0.215
O -8.036 -3.868 -1.424 -0.131 -0.211 -0.044
O -21.125 -3.792 -0.414 0.036 0.007 -0.245
O -8.43 -5.777 18.722 0.068 -0.395 0.262
O -9.992 -5.766 20.782 -0.547 -0.224 0.349
O -3.581 -5.248 18.89 -0.109 -0.102 0.102
O -5.908 -5.749 17.977 0.026 0.063 0.516
O -19.541 -0.271 -6.793 -0.391 -0.214 -0.155
O -18.991 2.245 -2.38 0.411 -0.225 0.088
O -7.745 -1.746 -6.137 0.161 -0.208 -0.276
O -3.872 -7.509 -6.598 0.417 0.221 -0.066
O -23.212 -6.397 -5.97 0.167 0.362 -0.116
O -2.484 -5.597 -2.502 -0.224 0.049 -0.287
O -14.08 5.407 -5.549 0.216 -0.378 -0.37
O -13.509 -8.739 -7.822 0.535 0.233 -0.2
O -13.88 -5.169 -4.993 0.074 0.037 -0.011
O -18.101 -1.497 -5.052 -0.038 -0.048 -0.32
O -10.981 -1.63 -2.801 0.197 0.178 -0.272
O -10.678 3.194 -2.767 0.28 0.152 0.178
O -11.901 5.545 -2.698 -0.514 0.078 -0.373
O -7.36 -6.489 -6.014 0.246 0.303 -0.38
O -11.337 -5.637 -5.437 0.347 0.346 -0.452
O -15.231 -4.514 -7.53 0.369 -0.222 0.115
O -8.755 -0.985 24.89 -0.307 0.387 0.552
O -10.61 -3.638 -8.367 0.025 0.075 -0.212
O -7.219 -0.333 -4.061 -0.114 0.421 -0.24
O -6.563 4.319 -3.736 -0.333 -0.183 -0.438
O -7.383 4.798 24.242 -0.369 -0.243 0.389
O -6.832 -9.385 -1.817 0.442 0.338 0.461
O -5.174 3.728 -5.817 0.206 -0.203 -0.244
O -7.162 -2.874 -3.743 0.221 -0.029 -0.022
O -7.488 -5.38 -3.556 0.415 -0.112 -0.132
O -17.34 -0.387 19.467 -0.24 -0.007 0.317
O -17.565 4.658 20.303 0 -0.061 0.03
O -3.579 -4.093 24.732 0.186 0.038 0.034
O -9.487 3.921 19.411 -0.051 -0.005 0.542
O -13.446 2.554 20.302 -0.062 -0.044 0.234
O -13.708 5.206 20.405 -0.029 0.06 0.25
O -11.853 4.048 21.787 0.527 -0.152 -0.323
O -13.56 -7.645 19.555 -0.031 0.154 0.058
O -13.505 -5.152 20.481 0.19 -0.131 0.31
O -13.422 -2.528 20.331 0.267 -0.004 0.326
O -13.437 -0.005 19.542 -0.256 -0.039 0.3
O -9.297 1.48 20.365 -0.216 -0.088 0.55
O -9.107 -8.815 19.938 -0.359 0.349 0.053
O -7.688 -6.983 21.287 0.488 0.162 0.18
O -3.166 5.648 -7.846 -0.456 -0.433 0.129
O -6.238 -2.7 21.581 0.028 -0.076 0.114
O -9.839 -1.065 20.12 -0.219 0.048 0.016
O -4.193 3.468 21.552 0.002 0.128 0.528
O -6.332 -0.461 24.141 -0.113 0.369 0.07
O -5.784 1.767 20.267 -0.361 -0.206 0.582
O -5.926 4.255 19.717 -0.316 -0.27 -0.186
O -8.024 -4.531 22.071 -0.007 0.097 -0.15
O -18.34 -9.179 24.153 -0.107 -0.688 0.191
O -9.75 -3.596 19.421 -0.336 -0.195 0.393
O -17.607 2.031 20.391 0.252 -0.097 0.273
O -14.41 3.635 22.453 -0.122 -0.036 0.102
O -6.388 -8.572 19.826 0.219 0.558 0.05
O -17.079 3.319 22.553 -0.183 -0.045 0.214
O -26.865 5.194 24.075 -0.074 -0.016 0.023
O -5.561 -4.756 23.072 0.263 -0.338 -0.333
O -10.843 -4.77 24.35 0.176 -0.043 -0.116
O 23.96 3.432 22.093 -0.059 -0.392 0.132
O -11.448 2.698 23.931 -0.059 -0.258 0.191
O -5.463 -8.61 -8.42 0.115 0.073 0.052
O -9.33 -6.555 23.188 0.193 -0.155 0.153
O -7.486 2.528 -6.452 0.166 -0.282 0.266
O -9.149 0.531 -6.25 -0.041 -0.019 0.533
O -4.095 -1.728 23.848 -0.188 -0.284 0.012
O -5.004 -0.375 21.854 0.565 0.52 0.054
O -17.485 -8.122 19.85 -0.037 0.334 -0.183
O -16.164 -7.809 24.855 -0.361 0.345 0.378
O -17.54 -1.545 -8.054 0.313 0.05 0.345
O -15.939 5.509 23.335 0.204 0.214 -0.191
O -7.488 -0.396 21.045 0.048 -0.01 0.032
O -9.746 2.714 -5.078 -0.368 0.416 -0.087
O -8.851 -0.847 -8.392 -0.571 0.167 -0.196
O -14.819 -2.169 24.257 -0.13 0.389 -0.343
O -1.735 -2.741 23.301 0.2 0.32 -0.651
O -7.983 -8.107 -8.035 0.005 -0.028 0.057
O -5.35 -6.643 -4.474 0.223 0.501 0.295
O -12.411 -3.777 22.466 -0.084 -0.05 -0.194
O -15.935 -2.894 -5.539 0.7 0.177 -0.28
O -8.653 1.539 -2.98 0.113 0.296 0.016
O -0.139 3.238 24.736 0.09 0.12 -0.054
O -12.194 -8.154 -5.719 -0.03 -0.24 -0.175
O -18.534 -9.583 -7.577 -0.341 -0.402 0.252
O -13.279 3.325 -2.461 0.098 -0.284 -0.02
O -5.52 2.697 -8.185 0.577 -0.12 -0.069
O -7.645 -7.899 -3.815 -0.264 -0.404 -0.325
O -7.256 -2.955 23.995 -0.265 -0.201 0.18
O -17.114 -7.682 22.394 0.326 0.252 0.099
O -17.463 1.095 -7.519 0.268 -0.024 0.541
O -5.079 -9.178 -5.015 -0.471 0.026 -0.06
O -9.547 0.031 22.525 -0.412 0.358 0.305
O 11.263 -0.191 -6.793 -0.8 -0.018 -0.14
O -22.268 3.503 21.941 -0.005 -0.124 0.605
O -10.427 -2.294 23.356 0.065 -0.098 -0.155
O -15.801 -4.577 24.532 -0.174 -0.504 -0.166
O -16.405 -5.508 -5.386 -0.499 -0.286 0.268
O -9.75 -7.502 -6.265 -0.039 -0.454 -0.003
O -15.895 -0.954 -3.728 -0.201 0.168 -0.156
O -15.009 -3.693 22.103 -0.52 -0.135 -0.382
O -15.221 -6.679 -3.301 0.147 0.728 0.075
O -17.052 -5.674 20.733 0.279 -0.007 0.699
O -20.776 -1.742 -5.023 0.041 -0.658 0.07
O -16.055 -9.242 -8.149 -0.155 0.435 0.086
O -11.069 0.801 -3.745 -0.333 -0.045 -0.791
O -3.896 -6.585 24.062 0.188 0.123 0.137
O -12.36 -2.734 24.948 0.233 0.085 0.348
O -6.954 4.86 -7.451 -0.49 -0.171 0.229
O -15.388 3.678 -4.112 -0.274 -0.248 -0.565
O -16.927 3.697 -7.58 -0.118 -0.212 0.465
O -11.151 0.061 24.493 -0.405 -0.249 0.174
O -19.38 -6.813 21.156 -0.237 0.59 -0.321
O -2.031 -0.349 19.523 -0.242 0.007 0.421
O -8.819 -5.555 -7.868 0.364 0.179 0.333
O -12.173 -3.738 -3.77 -0.406 -0.063 0.146
O -11.21 -7.418 24.681 0.135 0.087 0.143
O 3.922 5.195 24.004 0.074 -0.026 0.161
O -9.857 2.739 -7.649 0.164 0.376 0.151
O -17.236 -3.263 19.616 -0.345 -0.156 0.487
O -5.463 -8.762 23.888 -0.13 -0.183 -0.475
O 1.092 5.235 -5.731 0.238 -0.353 -0.464
O -10.341 -1.819 -6.474 -0.116 -0.055 0.393
O -12.306 -1.572 -8.188 -0.002 0.481 0.206
O -12.39 -3.471 -6.399 -0.174 -0.148 -0.376
O -10.728 -7.563 -3.761 0.508 0.51 -0.055
O -17.768 -3.981 -7.103 -0.432 -0.071 0.579
O -14.751 -7.501 -5.805 -0.399 -0.051 -0.237
O -4.103 0.293 -4.162 0.393 0.08 0.013
O 8.561 3.83 21.78 0.209 -0.204 0.422
O 22.826 -1.12 -5.679 0.228 -0.111 0.099
O -22.089 -6.925 21.587 -0.033 -0.145 0.167
O -2.401 -5.668 21.088 0.049 0.249 0.796
O -21.973 4.231 -3.846 -0.478 -0.205 -0.44
O -25.305 -7.828 -5.791 -0.065 -0.607 0.243
O 21.592 1.519 20.338 -0.112 0.201 0.567
O 10.5 -9.233 -5.127 -0.036 0.056 -0.105
O -19.617 0.414 -4.15 0.267 0.129 -0.226
O -3.062 -7.672 -4.048 0.613 -0.406 -0.299
O 9.7 -3.787 -0.314 0.047 0.12 -0.206
O -27.655 -3.137 25.075 0.099 -0.296 0.439
O -18.704 -5.353 18.8 -0.081 0.017 0.15
O 19.377 5.493 24.011 -0.056 0.076 0.169

Results
total energy: -401921.470 eV
total energy less fixed offsets of O -438.25, Si -107.07 eV per atom: -9.350 eV
